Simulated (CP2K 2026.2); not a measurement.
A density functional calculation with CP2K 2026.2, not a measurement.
Periodic cell of 3024 atoms, Si2160O864, from a study of silicon, its oxide and their interface. The atomic structure is a simulated model.
Doubt: the forces sum to 2.18 eV/angstrom along one axis rather than to zero, so they err by at least 0.0007 eV/angstrom per atom on average; the grid cutoff is modest.

Settings: functional PBE; method Gaussian and plane waves; basis set DZVP-MOLOPT-SR-GTH; pseudopotentials GTH-PBE; grid cutoff 300 Ry, relative cutoff 40 Ry; k points Gamma only; occupations fixed; spin none; net charge 0.

Cell vectors (angstrom)
a	97.92	0	0
b	0	16.32	0
c	-0.4928	5.3107	33.2891

Atoms: element, x, y, z (angstrom)
Si	1.645	-1.841	0.071
Si	3.619	1.68	-0.183
Si	1.249	3.738	-0.017
Si	4.271	6.453	-0.05
Si	0.966	-6.576	0.162
Si	3.882	-4.055	0.019
Si	6.747	-1.43	-0.028
Si	9.665	0.944	-0.079
Si	6.429	4.175	-0.221
Si	9.226	6.988	0.08
Si	7.056	9.192	0.059
Si	9.756	11.809	0.009
Si	11.931	-1.221	-0.129
Si	14.749	1.577	-0.142
Si	12.549	3.796	-0.034
Si	15.01	6.89	-0.123
Si	11.841	9.502	0.183
Si	15.178	12.015	-0.079
Si	2.691	-0.057	1.155
Si	5.286	2.674	1.169
Si	2.57	5.348	1.177
Si	5.432	8.005	1.286
Si	2.69	-5.555	1.366
Si	5.467	-2.88	1.297
Si	8.105	-0.093	1.321
Si	10.876	2.598	1.144
Si	8.036	5.302	1.169
Si	10.715	8.053	1.553
Si	8.173	10.751	1.392
Si	10.831	-2.8	1.23
Si	13.57	-0.033	1.136
Si	16.447	2.769	1.007
Si	13.639	5.463	1.209
Si	16.324	8.222	1.28
Si	13.594	10.772	1.191
Si	16.405	-2.728	1.158
Si	1.269	1.184	2.614
Si	3.95	4.007	2.591
Si	1.324	6.725	2.635
Si	4.065	9.372	2.638
Si	1.401	-4.212	2.816
Si	4.087	-1.403	2.566
Si	6.71	1.337	2.552
Si	9.491	3.979	2.488
Si	6.767	6.651	2.656
Si	9.442	9.455	2.86
Si	6.783	12.113	2.686
Si	9.462	-1.486	2.639
Si	12.23	1.288	2.567
Si	15.093	4.093	2.48
Si	12.241	6.693	2.653
Si	14.939	9.501	2.648
Si	12.259	12.185	2.565
Si	14.986	-1.378	2.479
Si	-0.06	-0.099	4.037
Si	2.63	2.606	3.949
Si	-0.051	5.363	3.987
Si	2.69	8.054	4.013
Si	-0.034	-5.536	4.099
Si	2.753	-2.749	4.024
Si	5.408	-0.048	3.954
Si	8.124	2.664	3.9
Si	5.356	5.328	3.981
Si	8.074	8.025	4.076
Si	5.401	10.757	4.009
Si	8.124	-2.815	4.023
Si	10.867	-0.08	3.933
Si	13.664	2.692	3.838
Si	10.848	5.311	3.928
Si	13.6	8.099	3.977
Si	10.908	10.859	4.016
Si	13.637	-2.749	3.887
Si	1.365	-1.466	16.289
Si	4.077	1.263	16.212
Si	1.372	4.031	16.251
Si	4.09	6.762	16.219
Si	1.351	-6.848	16.301
Si	4.049	-4.141	16.249
Si	6.791	-1.43	16.233
Si	9.481	1.313	16.172
Si	6.819	4.014	16.205
Si	9.53	6.749	16.169
Si	6.813	9.467	16.244
Si	9.508	-4.155	16.238
Si	12.174	-1.449	16.113
Si	14.901	1.328	16.134
Si	12.239	4.038	16.131
Si	14.933	6.808	16.246
Si	12.215	9.469	16.229
Si	14.899	-4.171	16.139
Si	2.716	-0.061	17.615
Si	5.484	2.593	17.53
Si	2.783	5.374	17.58
Si	5.41	8.142	17.594
Si	2.688	-5.456	17.666
Si	5.391	-2.768	17.593
Si	8.168	-0.065	17.572
Si	10.868	2.696	17.473
Si	8.184	5.408	17.537
Si	10.851	8.092	17.576
Si	8.16	10.816	17.64
Si	10.919	-2.821	17.571
Si	13.477	-0.038	17.419
Si	16.243	2.73	17.466
Si	13.54	5.411	17.526
Si	16.298	8.156	17.657
Si	13.59	10.822	17.589
Si	16.239	-2.815	17.474
Si	1.294	1.328	18.89
Si	4.153	3.952	18.868
Si	1.438	6.735	18.942
Si	4.079	-6.786	18.997
Si	1.281	-4.177	19.098
Si	4.041	-1.429	19.007
Si	6.792	1.255	18.964
Si	9.593	4.076	18.871
Si	6.796	6.758	18.875
Si	9.541	9.431	19.001
Si	6.736	-4.126	18.949
Si	9.587	-1.422	18.879
Si	12.151	1.294	18.833
Si	14.888	4.045	18.849
Si	12.194	6.72	18.942
Si	14.925	9.525	19.036
Si	12.263	-4.172	19.008
Si	14.789	-1.449	18.699
Si	-0.046	-0.04	20.248
Si	2.718	2.642	20.19
Si	0.118	5.349	20.308
Si	2.765	8.128	20.321
Si	0.06	-5.615	20.578
Si	2.534	-2.664	20.38
Si	5.462	-0.143	20.389
Si	8.302	2.634	20.155
Si	5.577	5.262	20.195
Si	8.019	8.155	20.309
Si	5.337	-5.382	20.413
Si	8.216	-2.785	20.173
Si	10.898	-0.069	20.302
Si	13.493	2.686	20.132
Si	10.818	5.458	20.381
Si	13.625	7.973	20.291
Si	11.01	10.694	20.397
Si	13.607	-2.711	20.301
Si	1.497	-0.973	21.73
Si	3.844	1.124	21.517
Si	1.768	4.272	21.591
Si	4.046	6.51	21.373
Si	1.259	-7.273	21.917
Si	3.908	-3.937	21.688
Si	7.165	-1.279	21.604
Si	9.302	1.057	21.589
Si	7.258	4.19	21.478
Si	9.174	6.672	21.66
Si	6.951	-6.525	21.688
Si	9.326	-4.389	21.44
Si	12.534	-1.107	21.64
Si	14.737	1.113	21.288
Si	12.226	4.016	21.586
Si	15.216	6.853	21.638
Si	12.515	9.328	21.765
Si	15.329	-3.532	21.675
Si	4.883	6.165	24.17
Si	8.534	-2.235	-5.084
Si	10.412	7.092	-6.306
Si	19.693	-7.704	-5.078
Si	2.901	-5.762	24.046
Si	2.418	6.523	-6.515
Si	5.34	-0.555	25.624
Si	6.072	1.893	-6.47
Si	12.974	-5.441	-3.813
Si	8.384	2.786	-2.141
Si	8.164	5.101	-6.071
Si	6.795	3.758	24.331
Si	5.817	-2.805	23.724
Si	12.061	5.795	-4.145
Si	11.066	-6.235	-6.234
Si	10.538	-4.714	24.032
Si	4.801	7.308	-5.289
Si	13.662	-5.009	23.691
Si	5.603	4.571	-5.067
Si	-3.972	-1.205	-5.786
Si	15.893	-5.773	-4.483
Si	11.009	2.091	23.846
Si	3.554	-1.925	-4.118
Si	10.509	5.042	-1.905
Si	4.431	1.982	24.352
Si	14.187	5.13	23.712
Si	12.451	-0.54	24.525
Si	6.074	-6.404	-4.926
Si	22.451	-3.897	25.47
Si	14.986	-1.568	25.882
Si	8.224	-5.039	-6.244
Si	11.223	1.386	-6.841
Si	19.819	3.897	25.946
Si	17.502	-7.767	-2.948
Si	16.537	0.263	-2.372
Si	21.504	-0.264	-2.497
Si	9.6	3.878	25.894
Si	10.476	-7.85	23.86
Si	18.429	1.727	-4.129
Si	-0.729	4.378	-5.008
Si	14.064	0.511	-6.714
Si	16.284	2.655	-6.273
Si	5.763	-5.266	-2.16
Si	-0.553	7.07	-6.301
Si	5.992	-0.562	-4.805
Si	8.897	2.464	-5.298
Si	-0.79	4.981	-2.134
Si	15.062	-1.473	-4.566
Si	8.102	-3.206	-2.196
Si	5.986	-5.883	24.463
Si	13.086	-8.174	-2.21
Si	17.317	-3.232	25.767
Si	17.407	-3.347	-4.88
Si	18.078	1.46	25.584
Si	18.02	-1.581	-0.193
Si	20.329	1.547	-0.222
Si	18.152	3.87	-0.345
Si	21.044	6.527	-0.328
Si	17.38	9.798	-0.098
Si	20.264	-3.807	-0.094
Si	23.55	-1.459	-0.327
Si	26.359	1.24	0.044
Si	23.292	4.258	-0.148
Si	25.965	7.084	-0.072
Si	23.673	-7.089	-0.038
Si	26.505	-4.664	0.205
Si	28.482	-1.041	0.32
Si	31.25	1.493	0.374
Si	29.08	3.807	0.22
Si	30.842	7.507	0.35
Si	28.677	-6.721	0.717
Si	31.566	-4.294	0.292
Si	19.183	-0.017	1.142
Si	21.966	2.695	1.076
Si	19.261	5.487	0.969
Si	21.988	-8.207	1.156
Si	19.083	-5.425	1.147
Si	22.009	-2.713	1.103
Si	24.636	0.043	1.162
Si	27.401	2.762	1.471
Si	24.749	5.483	1.232
Si	27.221	-8.204	1.658
Si	24.724	-5.569	1.431
Si	27.33	-2.769	1.397
Si	30.014	0.034	1.704
Si	32.659	2.794	1.742
Si	29.995	5.573	1.481
Si	32.595	-8.013	1.686
Si	30.101	-5.312	1.813
Si	32.67	-2.704	1.633
Si	17.734	1.35	2.442
Si	20.541	4.08	2.435
Si	17.824	6.787	2.419
Si	20.509	-6.827	2.444
Si	17.741	-4.089	2.568
Si	20.6	-1.35	2.502
Si	23.24	1.357	2.543
Si	25.978	4.13	2.718
Si	23.282	6.775	2.616
Si	25.893	-6.841	2.972
Si	23.245	-4.11	2.575
Si	25.883	-1.375	2.648
Si	28.65	1.438	2.959
Si	31.29	4.227	2.967
Si	28.602	6.762	2.941
Si	31.377	-6.702	3.153
Si	28.642	-3.942	2.968
Si	31.341	-1.354	3.003
Si	16.362	-0.006	3.833
Si	19.123	2.719	3.807
Si	16.448	5.439	3.843
Si	19.138	-8.175	3.837
Si	16.354	-5.441	3.936
Si	19.155	-2.709	3.864
Si	21.865	0.018	3.933
Si	24.553	2.724	3.977
Si	21.852	5.405	3.906
Si	24.48	-8.214	4.167
Si	21.821	-5.464	3.893
Si	24.523	-2.722	4.019
Si	27.215	-0.01	4.124
Si	29.959	2.821	4.311
Si	27.237	5.415	4.24
Si	29.942	-8.148	4.312
Si	27.272	-5.401	4.229
Si	29.965	-2.647	4.369
Si	17.58	-1.404	16.142
Si	20.371	1.39	16.235
Si	17.65	4.111	16.222
Si	20.316	-9.587	16.273
Si	17.598	-6.874	16.179
Si	20.28	-4.142	16.174
Si	23.054	-1.286	16.225
Si	25.71	1.416	16.372
Si	23.033	4.078	16.346
Si	25.673	-9.538	16.411
Si	23	-6.833	16.312
Si	25.742	-4.056	16.318
Si	28.457	-1.312	16.415
Si	31.179	1.435	16.478
Si	28.428	4.144	16.409
Si	31.134	-9.459	16.514
Si	28.45	-6.763	16.415
Si	31.163	-4.038	16.518
Si	18.927	0.012	17.434
Si	21.721	2.694	17.714
Si	19.004	5.392	17.705
Si	21.641	-8.236	17.655
Si	18.943	-5.546	17.535
Si	21.643	-2.704	17.401
Si	24.331	0.06	17.713
Si	27.039	2.81	17.738
Si	24.337	5.384	17.818
Si	27.012	-8.101	17.698
Si	24.377	-5.447	17.626
Si	27.054	-2.679	17.711
Si	29.83	0.04	17.784
Si	32.469	2.838	17.876
Si	29.752	5.468	17.836
Si	32.493	-8.072	17.861
Si	29.782	-5.42	17.837
Si	32.564	-2.729	17.904
Si	17.609	1.389	18.779
Si	20.368	3.991	19.105
Si	17.668	6.804	19.048
Si	20.25	-6.892	18.967
Si	17.581	-4.192	18.847
Si	20.267	-1.384	18.706
Si	23.006	1.357	19.203
Si	25.671	4.007	19.261
Si	22.931	-9.558	19.125
Si	25.664	-6.781	19.094
Si	22.983	-3.983	18.779
Si	25.733	-1.255	19.035
Si	28.465	1.493	19.018
Si	31.108	4.177	19.294
Si	28.297	-9.471	19.06
Si	31.164	-6.724	19.258
Si	28.336	-4.065	19.098
Si	31.202	-1.325	19.15
Si	16.149	-0.023	19.868
Si	18.94	2.556	20.341
Si	16.258	5.319	20.243
Si	19.008	8.166	20.548
Si	16.259	10.976	20.419
Si	18.962	-2.764	20.028
Si	21.447	-0.1	20.234
Si	24.442	2.528	20.789
Si	21.693	5.329	20.578
Si	24.257	-8.126	20.442
Si	21.633	-5.387	20.046
Si	24.244	-2.608	20.201
Si	27.154	0.137	20.319
Si	29.696	2.752	20.564
Si	26.935	5.588	20.509
Si	29.657	-8.116	20.367
Si	26.929	-5.364	20.509
Si	29.779	-2.73	20.356
Si	17.468	-1.4	21.117
Si	19.707	0.704	21.597
Si	17.803	4.166	21.533
Si	20.039	6.43	21.857
Si	17.275	9.321	21.731
Si	20.506	-3.885	21.36
Si	22.612	-1.604	21.535
Si	25.987	1.053	22.139
Si	23.314	4.232	21.98
Si	25.337	-9.616	21.906
Si	23.112	-6.378	21.493
Si	25.264	-4.11	21.608
Si	28.639	-1.131	21.536
Si	30.798	1.087	21.844
Si	28.487	4.404	21.75
Si	30.578	-9.575	21.945
Si	28.514	-6.605	21.699
Si	30.606	-4.222	21.94
Si	19.509	-1.255	-4.334
Si	19.362	6.611	24.746
Si	33.629	-5.678	-4.266
Si	34.132	-8.1	-2.64
Si	17.504	-7.435	24.679
Si	20.893	3.681	-4.259
Si	19.949	-0.443	24.243
Si	15.213	6.582	-6.924
Si	30.865	3.36	-4.935
Si	23.123	1.471	-4.24
Si	24.997	2.722	-2.361
Si	22.623	-6.603	24.351
Si	19.682	-3.507	24.062
Si	23.616	7.669	-4.914
Si	24.982	0.59	-6.685
Si	27.192	-2.728	25.821
Si	26.618	-5.727	26.027
Si	29.804	-5.824	26.117
Si	27.691	6.504	-2.759
Si	16.129	2.73	23.626
Si	36.108	-1.436	-3.825
Si	24.077	-4.246	-6.799
Si	22.295	-5.111	-2.082
Si	29.911	4.803	-2.439
Si	22.838	3.822	25.048
Si	26.275	-4.561	-4.604
Si	26.28	-1.74	23.307
Si	21.321	6.587	-3.33
Si	31.839	-3.703	-5.769
Si	35.092	-5.208	-6.926
Si	22.12	-5.918	-5.074
Si	26.756	4.064	-4.664
Si	30.714	2.239	24.646
Si	36.986	7.589	-2.348
Si	30.245	-2.457	-1.875
Si	39.081	2.313	-3.76
Si	28.662	1.99	-6.352
Si	27.635	2.866	24.234
Si	35.485	3.069	-1.767
Si	13.38	-2.975	-2.331
Si	29.27	-7.975	24.194
Si	30.262	-3.103	24.931
Si	26.538	-7.661	-4.587
Si	14.735	4.778	-4.549
Si	22.808	-1.019	24.57
Si	25.273	-8.158	24.698
Si	16.732	5.585	-2.245
Si	27.493	-0.939	-6.323
Si	24.929	-3.471	-2.079
Si	20.059	-7.267	26.069
Si	32.447	6.101	-1.532
Si	32.774	4.413	24.504
Si	33.014	-1.922	24.724
Si	32.435	-0.318	-1.928
Si	34.205	-1.472	0.386
Si	36.94	1.367	0.312
Si	33.92	4.321	0.549
Si	37.089	6.602	0.486
Si	33.698	-6.597	0.188
Si	36.332	-3.849	0.202
Si	39.096	-0.969	0.007
Si	42.311	1.263	0.39
Si	39.272	4.365	0.451
Si	41.981	7.107	0.509
Si	39.85	-6.95	0.523
Si	42.778	-4.551	0.072
Si	44.532	-0.97	0.47
Si	47.037	1.525	0.371
Si	45.02	3.936	0.498
Si	46.966	7.258	0.372
Si	44.875	-6.796	0.668
Si	47.819	-4.274	0.339
Si	35.37	0.157	1.586
Si	38.108	2.804	1.731
Si	35.475	5.512	1.779
Si	38.184	-8.086	1.732
Si	35.322	-5.477	1.531
Si	38.109	-2.706	1.328
Si	40.699	0.011	1.512
Si	43.445	2.78	1.771
Si	40.815	5.522	1.763
Si	43.468	-8.118	1.925
Si	41.064	-5.356	1.622
Si	43.521	-2.783	1.513
Si	46.051	0.077	1.882
Si	48.739	2.516	1.773
Si	46.114	5.551	1.763
Si	48.679	-8.113	1.749
Si	46.262	-5.328	1.775
Si	48.896	-2.641	1.621
Si	34.053	1.443	3.028
Si	36.763	4.121	3.128
Si	34.012	6.909	2.978
Si	36.722	-6.736	2.95
Si	34.039	-4.083	2.97
Si	36.781	-1.315	2.838
Si	39.462	1.385	3.001
Si	42.122	4.144	3.111
Si	39.474	6.879	3.137
Si	42.176	-6.683	3.194
Si	39.499	-3.994	2.799
Si	42.073	-1.398	2.863
Si	44.753	1.46	3.204
Si	47.511	4.117	3.05
Si	44.793	6.803	3.213
Si	47.499	-6.724	3.187
Si	44.866	-3.964	3.051
Si	47.535	-1.318	3.03
Si	32.695	0.041	4.325
Si	35.386	2.761	4.426
Si	32.683	5.52	4.337
Si	35.374	-8.07	4.347
Si	32.729	-5.352	4.445
Si	35.421	-2.662	4.254
Si	38.075	0.021	4.313
Si	40.768	2.748	4.411
Si	38.105	5.504	4.456
Si	40.789	-8.063	4.489
Si	38.115	-5.34	4.236
Si	40.747	-2.672	4.311
Si	43.381	-0.016	4.365
Si	46.156	2.823	4.479
Si	43.44	5.466	4.53
Si	46.148	-8.103	4.509
Si	43.548	-5.325	4.469
Si	46.195	-2.639	4.425
Si	33.938	-1.327	16.601
Si	36.616	1.377	16.626
Si	33.882	4.156	16.547
Si	36.599	-9.435	16.635
Si	33.9	-6.71	16.574
Si	36.593	-3.985	16.67
Si	39.34	-1.276	16.663
Si	42.073	1.439	16.637
Si	39.36	4.154	16.608
Si	42.079	-9.434	16.588
Si	39.355	-6.681	16.667
Si	42.035	-4.003	16.671
Si	44.834	-1.243	16.601
Si	47.589	1.452	16.536
Si	44.852	4.19	16.592
Si	47.604	-9.466	16.593
Si	44.845	-6.707	16.581
Si	47.551	-4.003	16.524
Si	35.265	0.019	18.034
Si	37.997	2.761	17.931
Si	35.208	5.498	17.958
Si	37.966	-8.045	17.979
Si	35.2	-5.346	18.023
Si	37.961	-2.615	18.039
Si	40.685	0.103	18.029
Si	43.475	2.829	17.921
Si	40.729	5.523	17.954
Si	43.427	-8.033	17.901
Si	40.661	-5.324	18.119
Si	43.427	-2.59	17.925
Si	46.218	0.146	17.928
Si	48.972	2.789	17.876
Si	46.214	5.537	17.98
Si	49.02	-8.123	17.911
Si	46.221	-5.352	17.928
Si	48.943	-2.625	17.795
Si	33.808	1.456	19.208
Si	36.606	4.083	19.25
Si	33.774	-9.443	19.254
Si	36.606	-6.676	19.356
Si	33.798	-4.056	19.46
Si	36.642	-1.316	19.501
Si	39.318	1.484	19.405
Si	42.121	4.165	19.293
Si	39.343	-9.43	19.281
Si	42.103	-6.739	19.363
Si	39.248	-3.925	19.506
Si	42.097	-1.243	19.343
Si	44.858	1.536	19.297
Si	47.633	4.123	19.263
Si	44.776	-9.359	19.251
Si	47.637	-6.757	19.218
Si	44.794	-3.962	19.216
Si	47.646	-1.238	19.175
Si	32.48	0.085	20.557
Si	35.162	2.772	20.584
Si	32.369	5.641	20.708
Si	35.185	-8.096	20.551
Si	32.41	-5.456	20.893
Si	35.196	-2.703	20.842
Si	37.954	0.185	20.874
Si	40.76	2.856	20.709
Si	37.984	5.46	20.553
Si	40.716	-8.139	20.699
Si	37.82	-5.318	20.9
Si	40.71	-2.509	20.786
Si	43.458	0.201	20.627
Si	46.242	2.863	20.7
Si	43.457	5.571	20.619
Si	46.17	-8.008	20.571
Si	43.458	-5.275	20.652
Si	46.226	-2.578	20.434
Si	34.024	-0.994	21.955
Si	36.212	1.311	22.108
Si	34.006	4.388	21.81
Si	36.328	-9.739	21.72
Si	33.975	-6.853	22.118
Si	36.042	-4.408	22.335
Si	39.741	-0.785	22.107
Si	42.035	1.425	22.086
Si	39.518	4.388	21.977
Si	41.823	-9.776	22.019
Si	39.55	-6.517	21.927
Si	41.811	-4.199	21.988
Si	45.064	-1.026	21.746
Si	47.324	1.192	21.96
Si	45.112	4.55	21.931
Si	47.366	-9.629	21.736
Si	45.137	-6.32	21.894
Si	47.438	-4.151	21.632
Si	33.523	7.34	24.555
Si	34.422	1.012	-3.756
Si	45.464	1.057	25.926
Si	-46.961	7.646	-1.59
Si	35.426	-3.857	25.302
Si	39.899	-6.879	24.856
Si	37.481	-6.898	-6.665
Si	41.835	-7.06	-3.682
Si	44.29	-6.679	24.931
Si	41.123	3.156	-1.805
Si	38.336	2.708	-6.697
Si	36.511	6.311	24.538
Si	37.477	3.382	24.184
Si	46.92	-8.168	-4.373
Si	41.252	-1.916	-4.87
Si	45.137	-1.646	24.52
Si	42.15	-7.323	-6.564
Si	47.729	-2.969	24.331
Si	44.318	7.378	-3.68
Si	28.927	-3.095	-4.603
Si	46.221	-0.401	-1.891
Si	43.703	3.046	24.316
Si	35.685	-4.083	-2.734
Si	-48.064	-8.134	-4.212
Si	34.423	-2.262	-6.317
Si	48.35	1.396	24.933
Si	-47.904	-1.316	24.837
Si	38.034	-5.124	-4.489
Si	-45.282	1.588	-5.841
Si	-44.045	5.769	-3.645
Si	39.357	-3.42	-6.843
Si	39.492	-0.762	25.095
Si	-44.6	-2.257	-6.8
Si	-46.05	-7.538	-6.084
Si	48.814	3.458	-3.452
Si	-43.808	0.783	-2.054
Si	43.307	-0.352	-6.611
Si	48.735	-7.72	23.87
Si	-45.428	5.831	-6.248
Si	33.632	2.754	-5.825
Si	42.363	7.429	24.941
Si	48.492	0.709	-4.493
Si	39.279	-6.58	-2.317
Si	35.963	4.638	-6.123
Si	38.995	-0.686	-3.066
Si	43.338	5.342	-1.709
Si	37.191	4.895	-3.371
Si	45.617	-0.343	-4.682
Si	42.718	-4.085	-3.039
Si	41.936	-4.58	24.968
Si	48.718	5.528	-1.215
Si	47.078	-5.71	25.273
Si	-47.797	3.861	24.995
Si	47.695	-3.025	-2.515
Si	50.475	-1.561	0.228
Si	52.389	1.842	0.138
Si	50.266	3.919	0.83
Si	53.076	6.583	0.399
Si	49.891	-6.582	0.522
Si	52.594	-3.922	0.198
Si	55.66	-1.169	-0.131
Si	58.611	1.166	0.105
Si	55.307	4.438	0.348
Si	-39.911	7.111	0.236
Si	55.791	-7.056	0.493
Si	-39.354	-4.322	0.205
Si	-37.051	-1.044	0.15
Si	-34.257	1.778	0.169
Si	-36.569	3.948	0.123
Si	-34.242	6.84	0.416
Si	-36.983	-6.38	0.181
Si	-33.795	-4.188	0.116
Si	51.549	0.088	1.509
Si	54.141	2.785	1.507
Si	51.611	5.472	1.864
Si	54.244	-8.213	1.76
Si	51.542	-5.406	1.68
Si	54.31	-2.645	1.281
Si	57.031	0.008	1.403
Si	-38.197	2.802	1.388
Si	-40.968	5.528	1.607
Si	-38.156	-8.09	1.395
Si	-40.891	-5.417	1.6
Si	-38.208	-2.65	1.435
Si	-35.401	0.084	1.384
Si	-32.678	2.805	1.519
Si	-35.502	5.393	1.646
Si	-32.837	-8.012	1.551
Si	-35.416	-5.261	1.479
Si	-32.731	-2.653	1.52
Si	50.195	1.252	3.06
Si	52.978	4.074	3.108
Si	50.161	6.876	3.046
Si	52.921	-6.75	3.008
Si	50.228	-4.002	3.037
Si	53.011	-1.283	2.787
Si	55.631	1.398	2.748
Si	-39.533	4.126	2.817
Si	-42.266	6.806	3.082
Si	-39.473	-6.776	2.893
Si	-42.288	-3.969	2.799
Si	-39.555	-1.316	2.825
Si	-36.789	1.442	2.767
Si	-34.025	4.114	2.915
Si	-36.865	6.863	2.839
Si	-34.13	-6.651	2.899
Si	-36.796	-3.94	2.83
Si	-34.096	-1.278	2.809
Si	48.877	-0.03	4.454
Si	51.559	2.7	4.366
Si	48.877	5.466	4.412
Si	51.555	-8.086	4.374
Si	48.908	-5.355	4.451
Si	51.658	-2.617	4.271
Si	54.345	0.048	4.203
Si	-40.9	2.745	4.154
Si	-43.58	5.435	4.43
Si	-40.844	-8.1	4.299
Si	-43.588	-5.341	4.249
Si	-40.901	-2.665	4.201
Si	-38.143	0.059	4.144
Si	-35.409	2.729	4.195
Si	-38.186	5.486	4.204
Si	-35.458	-8.102	4.186
Si	-38.113	-5.37	4.197
Si	-35.422	-2.625	4.195
Si	50.369	-1.269	16.522
Si	53.074	1.452	16.522
Si	50.376	4.174	16.592
Si	53.08	-9.462	16.51
Si	50.35	-6.753	16.529
Si	53.094	-4.037	16.502
Si	55.828	-1.283	16.411
Si	-39.369	1.399	16.402
Si	-42.077	4.128	16.457
Si	-39.38	-9.507	16.406
Si	-42.085	-6.77	16.484
Si	-39.366	-4.069	16.367
Si	-36.625	-1.355	16.373
Si	-33.894	1.331	16.331
Si	-36.616	4.115	16.318
Si	-33.903	-9.504	16.355
Si	-36.576	-6.763	16.338
Si	-33.903	-4.072	16.358
Si	51.721	0.102	17.903
Si	54.48	2.81	17.843
Si	51.771	5.539	17.96
Si	54.468	-8.132	17.852
Si	51.737	-5.41	17.866
Si	54.487	-2.63	17.775
Si	57.199	0.043	17.78
Si	-37.975	2.793	17.678
Si	-40.719	5.464	17.834
Si	-37.926	-8.15	17.639
Si	-40.705	-5.378	17.789
Si	-37.971	-2.759	17.702
Si	-35.25	-0.009	17.725
Si	-32.502	2.706	17.622
Si	-35.263	5.439	17.7
Si	-32.517	-8.156	17.699
Si	-35.232	-5.427	17.751
Si	-32.54	-2.721	17.717
Si	50.316	1.459	19.265
Si	53.194	4.176	19.289
Si	50.408	-9.417	19.347
Si	53.149	-6.753	19.234
Si	50.283	-4.02	19.091
Si	53.16	-1.28	19.167
Si	55.871	1.452	19.152
Si	-39.243	4.139	19.127
Si	55.789	-9.538	19.217
Si	-39.236	-6.789	18.981
Si	55.85	-3.961	19.136
Si	58.581	-1.412	19.023
Si	-36.631	1.421	18.991
Si	-33.87	4.019	18.967
Si	-36.616	-9.49	19.045
Si	-33.829	-6.783	19.091
Si	-36.624	-4.089	19.116
Si	-33.903	-1.395	19.103
Si	48.946	0.08	20.64
Si	51.738	2.844	20.551
Si	49.004	5.463	20.612
Si	51.868	-8.085	20.724
Si	49.049	-5.412	20.531
Si	51.647	-2.641	20.352
Si	54.544	0.093	20.545
Si	57.35	2.75	20.461
Si	54.561	5.437	20.812
Si	57.306	-8.123	20.266
Si	54.479	-5.278	20.506
Si	57.279	-2.681	20.518
Si	59.954	-0.016	20.249
Si	-35.246	2.733	20.352
Si	-37.935	5.559	20.523
Si	-35.177	-8.208	20.362
Si	-37.919	-5.544	20.463
Si	-35.293	-2.728	20.509
Si	50.652	-1.068	21.79
Si	52.888	1.243	21.782
Si	50.635	4.371	21.959
Si	52.935	-9.727	22.148
Si	50.708	-6.43	21.927
Si	52.793	-4.103	21.72
Si	56.157	-1.068	21.83
Si	58.47	1.051	21.662
Si	56.39	4.309	21.918
Si	58.376	-9.534	21.793
Si	56.218	-6.496	21.477
Si	58.473	-4.325	21.744
Si	61.449	-1.054	21.691
Si	-34.209	1.141	21.731
Si	-36.277	4.362	21.679
Si	-34.04	-9.81	21.639
Si	-36.341	-6.771	21.768
Si	-34.254	-4.358	21.865
Si	-40.304	-4.509	-4.695
Si	-42.196	3.468	-2.536
Si	-34.073	6.955	-3.788
Si	-30.451	8.054	-2.099
Si	-43.78	-4.628	25.309
Si	45.487	-3.504	-4.397
Si	-43.637	-7.597	-4.044
Si	-41.078	-4.988	25.765
Si	-33.835	-0.702	-6.383
Si	-39.626	2.158	-2.84
Si	-41.928	-0.511	-7.073
Si	-43.75	7.072	25.086
Si	-43.882	-2.078	23.865
Si	-31.636	-0.704	24.331
Si	-40.498	-7.502	-4.489
Si	-38.215	4.649	-6.835
Si	-40.097	-2.264	25.776
Si	-34.869	-3.892	24.717
Si	-38.844	6.835	-2.608
Si	-47.91	1.408	-7.165
Si	-38.202	-2.56	-4.845
Si	-40.55	3.175	24.547
Si	-47.87	-1.456	-2.748
Si	-37.435	4.274	-2.862
Si	-41.345	0.579	25.642
Si	-35.933	-2.775	-6.88
Si	-37.746	-2.756	23.944
Si	-44.26	0.861	24.608
Si	-33.975	-4.727	-5.433
Si	-32.286	2.21	23.841
Si	-36.418	-1.7	-2.841
Si	-39.885	0.037	-5.172
Si	-28.791	-2.975	-5.79
Si	-26.859	4.73	-2.382
Si	-33.562	1.508	-2.839
Si	-26.865	1.939	-3.808
Si	-37.849	2.714	23.794
Si	-37.884	1.815	-6.513
Si	-31.39	2.657	-4.304
Si	44.864	-7.781	-6.205
Si	-38.019	-7.993	24.092
Si	-34.15	-6.527	26.04
Si	-43.635	-5.464	-1.759
Si	48.463	5.775	-5.314
Si	-45.186	-1.007	-4.166
Si	-35.643	4.887	-5.253
Si	-46.146	3.935	-4.264
Si	-35.859	0.736	-4.412
Si	-41.265	-3.376	-2.06
Si	-42.485	-6.738	24.131
Si	-36.038	-8.171	-1.848
Si	-29.415	4.697	26.048
Si	-32.957	-7.026	-6.848
Si	-33.793	-3.173	-2.85
Si	-31.206	-1.396	0.324
Si	-28.922	1.526	-0.058
Si	-31.143	3.802	0.046
Si	-28.467	6.634	-0.37
Si	-31.691	-6.535	0.157
Si	-28.982	-3.659	-0.109
Si	-25.446	-1.633	0.22
Si	-23.396	1.418	0.145
Si	-25.43	3.829	0.068
Si	-23.306	7.069	-0.043
Si	-25.529	-7.053	0.059
Si	-23.203	-3.81	0.109
Si	-20.14	-1.3	0.214
Si	-17.961	1.634	-0.028
Si	-20.109	3.936	0.015
Si	-17.758	6.889	-0.06
Si	-19.997	-7.172	-0.11
Si	-17.932	-3.578	-0.078
Si	-29.916	0.091	1.513
Si	-27.217	2.706	1.168
Si	-29.965	5.518	1.163
Si	-27.14	-8.335	1.175
Si	-29.927	-5.415	1.229
Si	-27.222	-2.75	1.258
Si	-24.441	-0.057	1.59
Si	-21.705	2.683	1.256
Si	-24.363	5.456	1.351
Si	-21.659	-8.169	1.254
Si	-24.369	-5.459	1.334
Si	-21.685	-2.623	1.413
Si	-18.915	0.13	1.519
Si	-16.249	2.684	1.241
Si	-18.928	5.42	1.364
Si	-16.222	-8.187	1.215
Si	-18.955	-5.398	1.12
Si	-16.255	-2.66	1.301
Si	-31.323	1.412	2.835
Si	-28.57	4.127	2.561
Si	-31.321	6.846	2.647
Si	-28.526	-6.859	2.517
Si	-31.267	-4.07	2.733
Si	-28.497	-1.346	2.72
Si	-25.908	1.385	2.699
Si	-23.006	4.075	2.672
Si	-25.808	6.753	2.676
Si	-22.99	-6.801	2.67
Si	-25.846	-4.129	2.638
Si	-23.018	-1.356	2.865
Si	-20.387	1.419	2.762
Si	-17.555	4.057	2.676
Si	-20.351	6.773	2.658
Si	-17.592	-6.762	2.55
Si	-20.317	-4.112	2.622
Si	-17.544	-1.31	2.747
Si	-32.677	0.029	4.159
Si	-29.899	2.808	4.058
Si	-32.62	5.52	4.131
Si	-29.911	-8.134	3.981
Si	-32.641	-5.363	4.16
Si	-29.89	-2.706	4.067
Si	-27.186	0.017	4.104
Si	-24.46	2.743	4.004
Si	-27.199	5.417	4.015
Si	-24.423	-8.164	3.99
Si	-27.192	-5.507	3.976
Si	-24.479	-2.76	4.052
Si	-21.683	0.037	4.156
Si	-18.97	2.757	4.063
Si	-21.686	5.432	4.056
Si	-18.967	-8.134	3.947
Si	-21.67	-5.435	4.038
Si	-18.962	-2.731	4.002
Si	-31.165	-1.366	16.368
Si	-28.443	1.328	16.362
Si	-31.153	4.094	16.315
Si	-28.466	-9.555	16.335
Si	-31.19	-6.8	16.32
Si	-28.51	-4.089	16.355
Si	-25.724	-1.353	16.314
Si	-23.008	1.352	16.339
Si	-25.72	4.062	16.332
Si	-23.064	-9.533	16.32
Si	-25.765	-6.819	16.34
Si	-23.039	-4.092	16.343
Si	-20.335	-1.402	16.241
Si	-17.629	1.366	16.197
Si	-20.316	4.058	16.261
Si	-17.619	-9.494	16.28
Si	-20.351	-6.827	16.268
Si	-17.614	-4.084	16.298
Si	-29.792	-0.032	17.757
Si	-27.032	2.67	17.698
Si	-29.798	5.406	17.731
Si	-27.117	-8.201	17.698
Si	-29.871	-5.469	17.733
Si	-27.14	-2.669	17.64
Si	-24.339	-0.035	17.712
Si	-21.576	2.679	17.686
Si	-24.378	5.418	17.722
Si	-21.703	-8.16	17.66
Si	-24.405	-5.462	17.704
Si	-21.628	-2.74	17.685
Si	-18.958	-0.03	17.527
Si	-16.277	2.767	17.502
Si	-18.993	5.458	17.598
Si	-16.285	-8.117	17.662
Si	-19	-5.474	17.616
Si	-16.18	-2.736	17.617
Si	-31.182	1.379	19.033
Si	-28.41	3.992	19.05
Si	-31.187	-9.538	19.07
Si	-28.519	-6.884	19.057
Si	-31.213	-4.08	19.11
Si	-28.391	-1.361	19.156
Si	-25.668	1.322	19.099
Si	-22.902	4.084	19.018
Si	-25.787	-9.562	19.096
Si	-23.038	-6.835	19.079
Si	-25.82	-4.044	18.955
Si	-22.915	-1.352	19.076
Si	-20.181	1.264	19.028
Si	-17.586	4.13	18.897
Si	-20.311	-9.499	18.995
Si	-17.651	-6.737	19.043
Si	-20.298	-4.15	19.038
Si	-17.559	-1.304	18.869
Si	-32.567	0.06	20.385
Si	-29.731	2.614	20.426
Si	-32.522	5.324	20.341
Si	-29.858	-8.218	20.512
Si	-32.557	-5.405	20.547
Si	-29.793	-2.773	20.46
Si	-27.006	0.032	20.565
Si	-24.167	2.628	20.352
Si	-27.115	5.334	20.469
Si	-24.428	-8.188	20.458
Si	-27.196	-5.408	20.294
Si	-24.385	-2.737	20.269
Si	-21.47	-0.076	20.517
Si	-18.744	2.676	20.276
Si	-21.567	5.477	20.429
Si	-18.998	-8.15	20.384
Si	-21.7	-5.451	20.468
Si	-18.724	-2.82	20.176
Si	-30.952	-1.107	21.591
Si	-28.651	1.088	21.925
Si	-30.984	4.124	21.645
Si	-28.808	-9.929	21.771
Si	-30.993	-6.597	21.839
Si	-28.712	-4.4	21.802
Si	-25.493	-1.318	21.748
Si	-22.479	1.683	21.763
Si	-25.368	4.169	21.575
Si	-23.253	-9.799	21.731
Si	-25.713	-6.576	21.615
Si	-23.467	-4.387	21.627
Si	-19.968	-1.603	21.606
Si	-17.02	1.853	21.716
Si	-20.229	3.878	21.55
Si	-17.442	-9.279	21.736
Si	-20.291	-6.787	21.796
Si	-17.088	-3.609	21.725
Si	-26.097	-0.752	-2.661
Si	-31.506	0.968	-7.055
Si	-20.164	-6.228	-3.018
Si	-17.639	-4.4	-3.069
Si	-32.556	8.071	24.005
Si	-28.956	-5.283	26.041
Si	-31.308	8.019	-4.802
Si	-24.208	-6.514	25.657
Si	-17.792	0.314	-2.909
Si	-31.78	-0.938	-2.646
Si	-24.307	2.205	-5.512
Si	-24.114	-2.45	-4.496
Si	-27.031	-2.935	24.009
Si	-20.016	-7.143	-5.725
Si	-29.172	-2.102	25.768
Si	-24.423	7.151	-7.085
Si	-20.503	5.136	-4.783
Si	-18.335	-5.356	23.843
Si	-20.396	-1.44	-3.494
Si	-31.883	-2.81	-6.404
Si	-21.686	0.459	-2.016
Si	-18.21	-5.008	-6.859
Si	-26.283	-5.538	-2.581
Si	-21.822	5.385	-2.215
Si	-28.205	2.366	24.873
Si	-18.02	-0.186	23.704
Si	-21.837	-2.853	23.602
Si	-26.521	6.49	-4.956
Si	-16.294	-1.168	25.871
Si	-14.862	-3.9	-3.978
Si	-24.822	-5.263	-4.906
Si	-22.079	2.919	-3.542
Si	-12.731	1.77	24.695
Si	-13.799	-6.379	-2.758
Si	-13.981	-2.169	-6.382
Si	-11.586	2.614	-5.15
Si	-23.361	-0.145	23.784
Si	-18.761	5.256	23.946
Si	-17.948	1.82	-5.553
Si	-30.933	5.182	-5.844
Si	-22.18	-8.132	24.026
Si	-20.435	-4.328	25.983
Si	-27.292	-6.84	-4.944
Si	-29.399	0.778	-3.026
Si	-23.223	-0.438	-6.744
Si	-26.947	-6.942	24.463
Si	-32.39	5.632	-1.745
Si	-25.764	3.988	24.486
Si	-27.81	-3.158	-2.883
Si	-27.61	6.541	24.629
Si	-17.469	4.802	-4.964
Si	-20.921	6.331	25.997
Si	-22.879	-6.401	-6.753
Si	-21.874	-3.822	-2.686
Si	-14.532	-1.54	0.152
Si	-12.455	1.49	0.11
Si	-14.594	3.777	-0.036
Si	-12.278	7.029	-0.064
Si	-14.576	-7.086	-0.056
Si	-12.359	-3.819	0.102
Si	-9.354	-1.786	0.06
Si	-6.628	0.94	-0.172
Si	-9.166	4.058	-0.075
Si	-7.086	7.116	0.129
Si	-9.252	-6.998	0.01
Si	-7.011	-3.834	0.11
Si	-4.491	-1.374	-0.026
Si	-1.759	1.471	-0.061
Si	-4.075	3.645	0
Si	-1.593	6.928	0.026
Si	-3.749	-7.08	-0.022
Si	-1.034	-4.156	0.029
Si	-13.525	0.011	1.557
Si	-10.658	2.618	1.215
Si	-13.408	5.377	1.211
Si	-10.834	-8.115	1.348
Si	-13.542	-5.461	1.298
Si	-10.846	-2.79	1.513
Si	-8.183	-0.125	1.254
Si	-5.598	2.52	1.307
Si	-8.265	5.577	1.442
Si	-5.407	8.199	1.314
Si	-8.11	-5.474	1.347
Si	-5.553	-2.725	1.525
Si	-2.811	-0.204	1.189
Si	-0.178	2.542	1.353
Si	-2.828	5.3	1.205
Si	-0.11	8.105	1.41
Si	-2.711	-5.376	1.222
Si	0.094	-2.809	1.52
Si	-14.986	1.354	2.751
Si	-12.065	4.021	2.595
Si	-14.847	6.739	2.572
Si	-12.191	-6.773	2.702
Si	-14.951	-4.113	2.644
Si	-12.151	-1.368	2.833
Si	-9.473	1.25	2.67
Si	-6.876	4.028	2.628
Si	-9.597	6.847	2.813
Si	-6.741	-6.796	2.715
Si	-9.483	-4.184	2.774
Si	-6.885	-1.359	2.804
Si	-4.147	1.199	2.636
Si	-1.455	4.013	2.651
Si	-4.129	6.701	2.621
Si	-1.449	-6.793	2.701
Si	-4.094	-4.135	2.676
Si	-1.407	-1.433	2.657
Si	-16.26	0.007	4.161
Si	-13.52	2.732	3.988
Si	-16.209	5.439	4.008
Si	-13.556	-8.198	3.993
Si	-16.281	-5.465	4.018
Si	-13.581	-2.768	4.055
Si	-10.801	-0.02	4.136
Si	-8.165	2.661	4.035
Si	-10.886	5.392	4.096
Si	-8.125	-8.159	4.071
Si	-10.85	-5.493	4.126
Si	-8.179	-2.778	4.128
Si	-5.46	-0.054	4.111
Si	-2.793	2.618	3.99
Si	-5.474	5.353	4.001
Si	-2.783	8.089	4.007
Si	-5.412	-5.47	4.09
Si	-2.735	-2.791	4.037
Si	-14.865	-1.415	16.21
Si	-12.161	1.326	16.258
Si	-14.869	4.105	16.236
Si	-12.226	-9.551	16.315
Si	-14.911	-6.825	16.273
Si	-12.181	-4.137	16.315
Si	-9.481	-1.388	16.282
Si	-6.8	1.315	16.37
Si	-9.458	4.033	16.311
Si	-6.788	6.727	16.342
Si	-9.517	-6.878	16.33
Si	-6.803	-4.152	16.302
Si	-4.081	-1.425	16.306
Si	-1.36	1.281	16.253
Si	-4.059	4.056	16.298
Si	-1.359	6.727	16.327
Si	-4.052	9.425	16.345
Si	-1.386	-4.198	16.307
Si	-13.517	-0.064	17.561
Si	-10.787	2.644	17.645
Si	-13.543	5.402	17.701
Si	-10.912	-8.198	17.717
Si	-13.519	-5.544	17.661
Si	-10.806	-2.752	17.64
Si	-8.209	-0.041	17.735
Si	-5.422	2.737	17.662
Si	-8.173	5.405	17.727
Si	-5.392	8.041	17.704
Si	-8.148	-5.53	17.667
Si	-5.456	-2.787	17.652
Si	-2.694	-0.073	17.643
Si	-0.036	2.69	17.576
Si	-2.711	5.369	17.724
Si	0.008	-8.227	17.666
Si	-2.702	-5.557	17.74
Si	-0.013	-2.855	17.637
Si	-14.94	1.346	18.756
Si	-12.13	3.965	18.998
Si	-14.925	-9.48	18.996
Si	-12.23	-6.861	19.167
Si	-14.842	-4.158	18.964
Si	-12.134	-1.356	18.983
Si	-9.543	1.337	19.174
Si	-6.777	4.075	19.082
Si	-9.637	6.712	19.079
Si	-6.805	9.381	18.999
Si	-9.511	-4.162	19.017
Si	-6.831	-1.442	19.011
Si	-4.005	1.386	18.946
Si	-1.325	3.996	19.054
Si	-4.049	6.706	19.14
Si	-1.322	-6.932	19.14
Si	-4.15	-4.186	19.018
Si	-1.365	-1.511	18.979
Si	-16.262	0.127	20.215
Si	-13.593	2.576	20.164
Si	-16.321	5.507	20.306
Si	-13.612	-8.252	20.527
Si	-16.24	-5.388	20.391
Si	-13.451	-2.799	20.26
Si	-10.962	0	20.56
Si	-8.12	2.726	20.479
Si	-10.919	5.286	20.522
Si	-8.27	8.123	20.339
Si	-10.9	-5.411	20.494
Si	-8.117	-2.869	20.392
Si	-5.475	0.066	20.165
Si	-2.673	2.671	20.47
Si	-5.456	5.422	20.534
Si	-2.661	-8.327	20.55
Si	-5.477	-5.609	20.385
Si	-2.765	-2.85	20.353
Si	-14.907	-1.379	21.298
Si	-12.904	0.934	21.734
Si	-14.86	4.079	21.389
Si	-12.654	6.277	21.79
Si	-15.236	-7.009	21.723
Si	-11.976	-3.757	21.852
Si	-9.665	-1.652	21.633
Si	-6.47	1.566	21.685
Si	-9.22	4.285	21.877
Si	-7.136	6.644	21.715
Si	-9.353	9.691	21.742
Si	-7.026	-4.505	21.764
Si	-4.012	-1.15	21.415
Si	-1.629	0.915	21.686
Si	-4.266	3.797	21.782
Si	-0.965	6.805	21.75
Si	-3.912	-6.732	21.76
Si	-1.677	-4.485	21.694
Si	-12.633	-0.203	-4.454
Si	-11.16	6.678	-3.048
Si	-1.321	-6.905	-4.467
Si	1.278	-7.002	-2.787
Si	-16.674	-0.553	-6.826
Si	-14.043	7.199	-4.007
Si	-10.554	-5.44	-5.16
Si	-12.215	-3.902	24.915
Si	-5.098	-3.435	-2.167
Si	-8.472	1.561	-2.65
Si	-7.013	4.347	-7.109
Si	-4.081	-6.107	-3.018
Si	-9.872	2.564	24.478
Si	-3.228	3.927	-3.574
Si	-7.201	-1.88	25.727
Si	-4.298	6.395	25.867
Si	-9.293	-4.126	25.982
Si	-2.116	-3.029	24.181
Si	-9.178	-8.019	-4.604
Si	-18.658	-2.484	-5.357
Si	1.543	-0.443	-6.092
Si	-2.376	5.071	23.999
Si	-15.072	-1.023	-2.772
Si	-6.472	4.763	-1.623
Si	-11.103	8.038	23.924
Si	-1.057	-1.818	-6.8
Si	-5.17	-2.829	23.667
Si	-15.71	6.893	-6.573
Si	1.745	-4.236	-3.944
Si	-0.48	-0.47	23.975
Si	-5.745	5.456	-4.408
Si	-5.797	-7.917	24.006
Si	2.431	4.11	24.513
Si	3.114	7.007	-2.777
Si	-0.784	0.469	-2.96
Si	4.845	-0.103	-2.146
Si	-8.264	0.098	23.762
Si	-10.148	3.9	-2.911
Si	2.946	4.536	-4.031
Si	-15.622	-6.074	24.545
Si	-8.253	-0.369	-5.181
Si	-3.348	1.267	-4.489
Si	-11.082	-5.573	-2.091
Si	-13.147	-6.699	25.83
Si	-8.795	-3.009	-5.959
Si	-9	1.977	-6.874
Si	-16.01	5.451	-2.315
Si	-6.255	-2.475	-4.8
Si	-10.884	-0.08	-1.967
Si	-13.111	-0.987	26.02
Si	-6.315	-7.752	-4.517
Si	1.211	2.087	-4.6
Si	0.028	-4.786	-6.402
Si	-0.2	-2.359	-2.245
Si	1.334	-1.442	5.377
Si	4.028	1.287	5.323
Si	1.305	3.985	5.337
Si	4.041	6.699	5.37
Si	1.34	9.41	5.398
Si	4.081	12.171	5.365
Si	6.765	-1.412	5.33
Si	9.491	1.295	5.27
Si	6.767	3.992	5.31
Si	9.515	6.68	5.334
Si	6.738	9.416	5.399
Si	9.52	12.186	5.368
Si	12.261	-1.412	5.276
Si	15.001	1.331	5.225
Si	12.266	3.988	5.253
Si	15.033	6.744	5.249
Si	12.253	9.466	5.338
Si	14.989	-4.088	5.285
Si	17.74	-1.362	5.211
Si	20.446	1.369	5.245
Si	17.761	4.053	5.219
Si	20.463	6.784	5.25
Si	17.742	-6.838	5.235
Si	20.454	-4.096	5.265
Si	23.157	-1.353	5.358
Si	25.846	1.371	5.437
Si	23.165	4.066	5.337
Si	25.853	6.791	5.535
Si	23.102	-6.788	5.394
Si	25.85	-4.035	5.483
Si	28.553	-1.28	5.604
Si	31.317	1.427	5.641
Si	28.567	4.11	5.651
Si	31.305	6.85	5.688
Si	28.584	-6.765	5.62
Si	31.309	-4.012	5.72
Si	34.054	-1.324	5.659
Si	36.742	1.374	5.726
Si	34.009	4.147	5.716
Si	36.704	6.879	5.736
Si	34.058	-6.737	5.758
Si	36.759	-4.007	5.647
Si	39.419	-1.311	5.704
Si	42.096	1.375	5.768
Si	39.433	4.116	5.788
Si	42.111	6.874	5.843
Si	39.385	-6.686	5.733
Si	42.109	-3.987	5.742
Si	44.8	-1.293	5.751
Si	47.535	1.41	5.763
Si	44.814	4.135	5.867
Si	47.542	6.84	5.794
Si	44.831	-6.718	5.849
Si	47.537	-4.009	5.788
Si	50.298	-1.35	5.74
Si	52.99	1.359	5.65
Si	50.251	4.103	5.737
Si	-44.97	6.85	5.694
Si	50.265	-6.725	5.778
Si	-44.927	-3.998	5.643
Si	-42.22	-1.298	5.588
Si	-39.504	1.406	5.521
Si	-42.173	4.065	5.663
Si	-39.495	6.831	5.621
Si	-42.215	-6.711	5.609
Si	-39.506	-4.026	5.545
Si	-36.782	-1.281	5.542
Si	-34.025	1.38	5.533
Si	-36.762	4.129	5.522
Si	-34.015	6.861	5.482
Si	-36.768	-6.738	5.566
Si	-34.01	-4.002	5.507
Si	-31.265	-1.35	5.448
Si	-28.56	1.401	5.421
Si	-31.253	4.138	5.459
Si	-28.547	6.818	5.365
Si	-31.257	-6.791	5.42
Si	-28.524	-4.11	5.378
Si	-25.804	-1.363	5.421
Si	-23.111	1.392	5.421
Si	-25.815	4.087	5.388
Si	-23.08	6.796	5.378
Si	-25.8	-6.818	5.363
Si	-23.083	-4.106	5.392
Si	-20.314	-1.383	5.419
Si	-17.657	1.368	5.447
Si	-20.326	4.102	5.427
Si	-17.612	6.811	5.332
Si	-20.319	-6.812	5.373
Si	-17.629	-4.095	5.385
Si	-14.896	-1.392	5.446
Si	-12.207	1.36	5.406
Si	-14.875	4.076	5.383
Si	-12.239	6.772	5.417
Si	-14.918	-6.838	5.366
Si	-12.222	-4.111	5.435
Si	-9.496	-1.407	5.492
Si	-6.796	1.339	5.433
Si	-9.502	4.028	5.414
Si	-6.795	6.737	5.391
Si	-9.48	-6.841	5.46
Si	-6.776	-4.118	5.448
Si	-4.087	-1.437	5.418
Si	-1.4	1.298	5.37
Si	-4.11	4.002	5.371
Si	-1.387	6.74	5.356
Si	-4.094	-6.88	5.418
Si	-1.381	-4.14	5.418
Si	2.685	-0.061	6.717
Si	5.407	2.639	6.68
Si	2.672	5.339	6.711
Si	5.383	8.066	6.747
Si	2.701	10.811	6.722
Si	5.432	-2.784	6.714
Si	8.142	-0.05	6.666
Si	10.885	2.645	6.627
Si	8.133	5.344	6.688
Si	10.874	8.085	6.665
Si	8.144	10.8	6.698
Si	10.894	-2.752	6.673
Si	13.628	-0.027	6.609
Si	16.364	2.698	6.585
Si	13.631	5.382	6.597
Si	16.368	-8.193	6.614
Si	13.63	-5.469	6.651
Si	16.367	-2.715	6.61
Si	19.072	-0.002	6.609
Si	21.779	2.707	6.672
Si	19.086	5.422	6.613
Si	21.743	-8.174	6.707
Si	19.071	-5.457	6.625
Si	21.777	-2.735	6.683
Si	24.482	0	6.776
Si	27.177	2.702	6.891
Si	24.467	5.406	6.803
Si	27.188	-8.143	6.909
Si	24.466	-5.429	6.783
Si	27.189	-2.69	6.894
Si	29.922	0.068	6.966
Si	32.643	2.772	7.042
Si	29.924	5.479	7.005
Si	32.652	-8.107	7.057
Si	29.93	-5.411	7.003
Si	32.674	-2.646	7.041
Si	35.364	0.033	7.067
Si	38.057	2.757	7.112
Si	35.349	5.509	7.085
Si	38.047	-8.069	7.097
Si	35.415	-5.356	7.064
Si	38.067	-2.664	7.068
Si	40.735	0.042	7.121
Si	43.451	2.737	7.153
Si	40.757	5.49	7.165
Si	43.466	-8.082	7.184
Si	40.756	-5.353	7.106
Si	43.459	-2.647	7.125
Si	46.165	0.063	7.116
Si	48.901	2.764	7.114
Si	46.185	5.511	7.177
Si	48.91	-8.102	7.123
Si	46.202	-5.363	7.172
Si	48.927	-2.672	7.121
Si	51.649	0.037	7.064
Si	-43.56	2.725	7.005
Si	-46.298	5.483	7.067
Si	-43.567	-8.085	6.988
Si	-46.263	-5.351	7.062
Si	-43.554	-2.65	6.992
Si	-40.831	0.052	6.93
Si	-38.119	2.763	6.886
Si	-40.827	5.465	6.99
Si	-38.104	-8.115	6.934
Si	-40.832	-5.375	6.956
Si	-38.122	-2.669	6.894
Si	-35.38	0.037	6.9
Si	-32.618	2.761	6.825
Si	-35.36	5.481	6.855
Si	-32.619	-8.121	6.821
Si	-35.354	-5.387	6.874
Si	-32.618	-2.677	6.851
Si	-29.905	0.03	6.792
Si	-27.162	2.729	6.773
Si	-29.879	5.484	6.797
Si	-27.165	-8.164	6.738
Si	-29.886	-5.435	6.777
Si	-27.171	-2.739	6.757
Si	-24.442	0	6.778
Si	-21.718	2.739	6.765
Si	-24.448	5.448	6.749
Si	-21.706	-8.163	6.731
Si	-24.446	-5.461	6.75
Si	-21.72	-2.733	6.75
Si	-18.99	-0.016	6.798
Si	-16.254	2.727	6.755
Si	-18.962	5.471	6.748
Si	-16.279	-8.175	6.741
Si	-18.988	-5.449	6.752
Si	-16.279	-2.748	6.774
Si	-13.542	-0.017	6.781
Si	-10.856	2.692	6.79
Si	-13.572	5.422	6.791
Si	-10.851	-8.214	6.779
Si	-13.573	-5.489	6.765
Si	-10.874	-2.76	6.815
Si	-8.124	-0.038	6.808
Si	-5.437	2.68	6.788
Si	-8.142	5.388	6.768
Si	-5.448	-8.232	6.775
Si	-8.131	-5.479	6.808
Si	-5.421	-2.777	6.807
Si	-2.727	-0.065	6.757
Si	-0.038	2.65	6.731
Si	-2.737	5.37	6.722
Si	-0.024	8.065	6.752
Si	-2.728	-5.516	6.77
Si	-0.012	-2.788	6.762
Si	1.331	1.295	8.09
Si	4.057	3.998	8.061
Si	1.337	6.704	8.098
Si	4.045	9.449	8.094
Si	1.348	-4.158	8.102
Si	4.053	-1.429	8.066
Si	6.776	1.291	8.04
Si	9.523	3.995	8.018
Si	6.783	6.713	8.064
Si	9.51	9.439	8.037
Si	6.793	-4.149	8.06
Si	9.513	-1.405	8.023
Si	12.25	1.302	7.993
Si	14.985	4.031	7.969
Si	12.265	6.73	7.987
Si	14.993	-6.842	7.986
Si	12.248	-4.128	8.015
Si	14.983	-1.381	7.983
Si	17.697	1.341	7.98
Si	20.412	4.071	8.021
Si	17.708	6.764	7.987
Si	20.385	-6.807	8.05
Si	17.697	-4.097	7.985
Si	20.399	-1.367	8.018
Si	23.1	1.362	8.098
Si	25.812	4.08	8.209
Si	23.097	6.805	8.105
Si	25.804	-6.767	8.203
Si	23.102	-4.066	8.118
Si	25.815	-1.328	8.21
Si	28.54	1.4	8.301
Si	31.266	4.123	8.38
Si	28.538	6.843	8.308
Si	31.275	-6.751	8.385
Si	28.536	-4.035	8.291
Si	31.274	-1.289	8.348
Si	33.994	1.409	8.404
Si	36.692	4.137	8.448
Si	33.981	6.855	8.436
Si	36.706	-6.724	8.468
Si	34.012	-4.017	8.402
Si	36.707	-1.314	8.44
Si	39.398	1.411	8.487
Si	42.114	4.126	8.51
Si	39.386	6.877	8.477
Si	42.091	-6.714	8.498
Si	39.401	-4.004	8.467
Si	42.106	-1.294	8.487
Si	44.827	1.408	8.506
Si	47.558	4.131	8.487
Si	44.83	6.876	8.526
Si	47.565	-6.74	8.495
Si	44.817	-4.002	8.496
Si	47.551	-1.297	8.457
Si	50.29	1.403	8.431
Si	-44.903	4.112	8.373
Si	50.284	6.849	8.445
Si	-44.898	-6.733	8.386
Si	50.293	-4.029	8.457
Si	-44.899	-1.318	8.398
Si	-42.174	1.384	8.341
Si	-39.438	4.109	8.304
Si	-42.194	6.852	8.322
Si	-39.46	-6.753	8.292
Si	-42.178	-4.018	8.332
Si	-39.458	-1.312	8.279
Si	-36.733	1.41	8.245
Si	-33.978	4.114	8.197
Si	-36.705	6.836	8.245
Si	-33.97	-6.763	8.199
Si	-36.725	-4.031	8.231
Si	-33.981	-1.326	8.22
Si	-31.252	1.386	8.173
Si	-28.513	4.101	8.14
Si	-31.249	6.827	8.168
Si	-28.511	-6.799	8.125
Si	-31.238	-4.07	8.161
Si	-28.525	-1.358	8.124
Si	-25.807	1.359	8.134
Si	-23.082	4.094	8.12
Si	-25.805	6.805	8.116
Si	-23.073	-6.814	8.106
Si	-25.797	-4.089	8.12
Si	-23.071	-1.366	8.12
Si	-20.369	1.355	8.124
Si	-17.62	4.089	8.111
Si	-20.351	6.804	8.106
Si	-17.633	-6.812	8.109
Si	-20.362	-4.097	8.112
Si	-17.626	-1.38	8.14
Si	-14.916	1.346	8.123
Si	-12.205	4.061	8.142
Si	-14.936	6.787	8.126
Si	-12.205	-6.84	8.128
Si	-14.923	-4.117	8.125
Si	-12.208	-1.38	8.16
Si	-9.498	1.324	8.146
Si	-6.785	4.041	8.142
Si	-9.493	6.748	8.136
Si	-6.783	-6.861	8.149
Si	-9.497	-4.121	8.156
Si	-6.77	-1.407	8.159
Si	-4.076	1.299	8.126
Si	-1.381	4.016	8.099
Si	-4.075	6.729	8.115
Si	-1.362	-6.876	8.118
Si	-4.071	-4.154	8.146
Si	-1.365	-1.421	8.12
Si	-0.011	-0.06	9.475
Si	2.7	2.653	9.44
Si	-0.019	5.361	9.47
Si	2.692	8.083	9.45
Si	-0.006	-5.512	9.472
Si	2.708	-2.787	9.447
Si	5.419	-0.066	9.413
Si	8.147	2.654	9.388
Si	5.414	5.364	9.423
Si	8.147	8.09	9.406
Si	5.427	-5.507	9.426
Si	8.156	-2.774	9.393
Si	10.877	-0.045	9.367
Si	13.612	2.681	9.343
Si	10.887	5.381	9.358
Si	13.612	-8.206	9.34
Si	10.874	-5.495	9.369
Si	13.609	-2.749	9.348
Si	16.327	-0.013	9.354
Si	19.038	2.702	9.366
Si	16.33	5.403	9.34
Si	19.023	-8.185	9.385
Si	16.329	-5.464	9.349
Si	19.034	-2.735	9.377
Si	21.734	-0.016	9.429
Si	24.436	2.709	9.515
Si	21.733	5.43	9.431
Si	24.435	-8.159	9.51
Si	21.735	-5.452	9.443
Si	24.444	-2.715	9.522
Si	27.171	0.015	9.605
Si	29.882	2.755	9.691
Si	27.155	5.45	9.598
Si	29.885	-8.124	9.693
Si	27.156	-5.415	9.598
Si	29.9	-2.678	9.663
Si	32.611	0.058	9.743
Si	35.324	2.774	9.79
Si	32.608	5.482	9.76
Si	35.327	-8.096	9.798
Si	32.632	-5.383	9.738
Si	35.337	-2.663	9.792
Si	38.033	0.053	9.827
Si	40.742	2.778	9.858
Si	38.028	5.507	9.826
Si	40.74	-8.087	9.849
Si	38.051	-5.369	9.831
Si	40.746	-2.65	9.839
Si	43.461	0.06	9.856
Si	46.193	2.781	9.843
Si	43.468	5.502	9.862
Si	46.197	-8.081	9.86
Si	43.457	-5.36	9.854
Si	46.193	-2.646	9.836
Si	48.922	0.061	9.803
Si	-46.258	2.772	9.759
Si	48.93	5.5	9.816
Si	-46.255	-8.094	9.76
Si	48.935	-5.38	9.829
Si	-46.256	-2.658	9.781
Si	-43.523	0.043	9.729
Si	-40.8	2.759	9.671
Si	-43.536	5.492	9.703
Si	-40.807	-8.116	9.663
Si	-43.521	-5.375	9.72
Si	-40.798	-2.666	9.669
Si	-38.072	0.042	9.619
Si	-35.33	2.757	9.578
Si	-38.053	5.475	9.625
Si	-35.32	-8.126	9.576
Si	-38.067	-5.394	9.615
Si	-35.336	-2.689	9.579
Si	-32.599	0.031	9.556
Si	-29.864	2.736	9.516
Si	-32.595	5.463	9.545
Si	-29.864	-8.145	9.513
Si	-32.589	-5.417	9.544
Si	-29.868	-2.71	9.514
Si	-27.158	-0.008	9.495
Si	-24.435	2.721	9.481
Si	-27.148	5.45	9.501
Si	-24.433	-8.165	9.479
Si	-27.15	-5.444	9.494
Si	-24.433	-2.728	9.482
Si	-21.718	-0.008	9.488
Si	-18.989	2.718	9.463
Si	-21.71	5.445	9.475
Si	-18.999	-8.162	9.472
Si	-21.722	-5.453	9.478
Si	-19.001	-2.741	9.478
Si	-16.269	-0.013	9.488
Si	-13.556	2.693	9.492
Si	-16.278	5.431	9.495
Si	-13.563	-8.192	9.487
Si	-16.28	-5.465	9.484
Si	-13.568	-2.756	9.491
Si	-10.839	-0.035	9.514
Si	-8.136	2.679	9.5
Si	-10.844	5.403	9.506
Si	-8.142	-8.215	9.506
Si	-10.848	-5.491	9.502
Si	-8.132	-2.768	9.511
Si	-5.414	-0.053	9.511
Si	-2.719	2.658	9.482
Si	-5.425	5.39	9.501
Si	-2.723	8.09	9.48
Si	-5.427	-5.503	9.51
Si	-2.713	-2.784	9.491
Si	1.351	-1.431	10.819
Si	4.065	1.291	10.787
Si	1.35	4.007	10.824
Si	4.064	6.728	10.799
Si	1.35	9.445	10.826
Si	4.07	-4.152	10.797
Si	6.782	-1.43	10.759
Si	9.508	1.296	10.739
Si	6.789	4.009	10.765
Si	9.527	6.734	10.741
Si	6.789	9.451	10.778
Si	9.509	-4.144	10.742
Si	12.229	-1.414	10.719
Si	14.958	1.332	10.727
Si	12.247	4.029	10.72
Si	14.962	-9.565	10.704
Si	12.236	-6.861	10.712
Si	14.948	-4.122	10.709
Si	17.665	-1.378	10.733
Si	20.368	1.35	10.769
Si	17.672	4.052	10.728
Si	20.365	-9.534	10.775
Si	17.659	-6.826	10.735
Si	20.366	-4.09	10.781
Si	23.072	-1.35	10.846
Si	25.791	1.383	10.916
Si	23.075	4.092	10.832
Si	25.78	-9.497	10.914
Si	23.072	-6.797	10.851
Si	25.787	-4.056	10.93
Si	28.527	-1.322	10.996
Si	31.233	1.411	11.08
Si	28.502	4.12	11.004
Si	31.227	-9.472	11.081
Si	28.503	-6.753	10.999
Si	31.247	-4.021	11.059
Si	33.959	-1.299	11.121
Si	36.671	1.423	11.169
Si	33.954	4.131	11.14
Si	36.663	-9.456	11.181
Si	33.959	-6.735	11.135
Si	36.673	-4.018	11.173
Si	39.386	-1.295	11.196
Si	42.101	1.422	11.213
Si	39.38	4.153	11.201
Si	42.1	-9.447	11.209
Si	39.386	-6.726	11.208
Si	42.09	-4.005	11.21
Si	44.831	-1.292	11.204
Si	47.569	1.421	11.175
Si	44.84	4.148	11.204
Si	47.572	-9.456	11.178
Si	44.826	-6.718	11.205
Si	47.56	-4.015	11.18
Si	50.299	-1.298	11.143
Si	-44.881	1.409	11.092
Si	-47.607	4.134	11.136
Si	-44.883	-9.468	11.086
Si	-47.606	-6.747	11.15
Si	-44.878	-4.028	11.104
Si	-42.146	-1.321	11.058
Si	-39.421	1.394	11.001
Si	-42.153	4.13	11.034
Si	-39.419	-9.486	10.987
Si	-42.146	-6.753	11.045
Si	-39.415	-4.039	10.995
Si	-36.681	-1.324	10.949
Si	-33.952	1.39	10.925
Si	-36.675	4.111	10.961
Si	-33.946	-9.498	10.919
Si	-36.682	-6.766	10.941
Si	-33.952	-4.06	10.907
Si	-31.218	-1.346	10.888
Si	-28.498	1.361	10.869
Si	-31.217	4.094	10.889
Si	-28.503	-9.513	10.874
Si	-31.211	-6.783	10.885
Si	-28.499	-4.078	10.869
Si	-25.79	-1.368	10.853
Si	-23.08	1.354	10.842
Si	-25.782	4.083	10.852
Si	-23.071	-9.522	10.845
Si	-25.785	-6.804	10.853
Si	-23.075	-4.09	10.848
Si	-20.354	-1.375	10.837
Si	-17.634	1.356	10.835
Si	-20.35	4.073	10.828
Si	-17.646	-9.523	10.837
Si	-20.36	-6.812	10.839
Si	-17.64	-4.101	10.837
Si	-14.916	-1.383	10.844
Si	-12.197	1.334	10.858
Si	-14.91	4.063	10.842
Si	-12.2	-9.547	10.853
Si	-14.918	-6.825	10.836
Si	-12.205	-4.121	10.848
Si	-9.481	-1.403	10.864
Si	-6.777	1.313	10.855
Si	-9.483	4.043	10.86
Si	-6.78	-9.572	10.866
Si	-9.49	-6.849	10.869
Si	-6.779	-4.137	10.871
Si	-4.061	-1.425	10.865
Si	-1.367	1.294	10.849
Si	-4.069	4.02	10.851
Si	-1.366	6.728	10.836
Si	-4.069	9.452	10.858
Si	-1.36	-4.154	10.842
Si	2.717	-0.068	12.164
Si	5.423	2.66	12.136
Si	2.707	5.38	12.178
Si	5.426	8.098	12.148
Si	2.713	10.814	12.173
Si	5.437	-2.792	12.142
Si	8.138	-0.061	12.103
Si	10.871	2.671	12.076
Si	8.153	5.386	12.104
Si	10.879	8.111	12.095
Si	8.151	10.824	12.125
Si	10.863	-2.775	12.09
Si	13.575	-0.039	12.068
Si	16.311	2.701	12.097
Si	13.601	5.407	12.079
Si	16.294	-8.196	12.081
Si	13.578	-5.488	12.069
Si	16.292	-2.755	12.07
Si	19.002	-0.012	12.121
Si	21.706	2.72	12.151
Si	19.004	5.416	12.117
Si	21.704	-8.187	12.169
Si	19.005	-5.477	12.118
Si	21.706	-2.732	12.174
Si	24.424	0.008	12.233
Si	27.126	2.741	12.315
Si	24.413	5.441	12.236
Si	27.12	-8.134	12.306
Si	24.419	-5.445	12.251
Si	27.15	-2.697	12.305
Si	29.863	0.032	12.402
Si	32.576	2.765	12.47
Si	29.843	5.476	12.395
Si	32.578	-8.108	12.454
Si	29.869	-5.402	12.376
Si	32.586	-2.665	12.454
Si	35.301	0.057	12.506
Si	38.012	2.789	12.549
Si	35.292	5.496	12.525
Si	38.007	-8.084	12.549
Si	35.302	-5.379	12.52
Si	38.018	-2.657	12.539
Si	40.733	0.066	12.568
Si	43.464	2.797	12.551
Si	40.729	5.522	12.569
Si	43.463	-8.077	12.56
Si	40.728	-5.359	12.576
Si	43.449	-2.639	12.556
Si	46.198	0.079	12.544
Si	48.947	2.79	12.503
Si	46.213	5.516	12.543
Si	48.946	-8.096	12.513
Si	46.191	-5.359	12.556
Si	48.94	-2.654	12.512
Si	51.678	0.068	12.474
Si	-43.508	2.785	12.415
Si	-46.235	5.503	12.468
Si	-43.502	-8.106	12.418
Si	-46.233	-5.379	12.482
Si	-43.499	-2.669	12.436
Si	-40.771	0.048	12.384
Si	-38.031	2.749	12.327
Si	-40.773	5.486	12.371
Si	-38.033	-8.126	12.313
Si	-40.762	-5.396	12.378
Si	-38.03	-2.678	12.324
Si	-35.297	0.023	12.297
Si	-32.56	2.734	12.269
Si	-35.295	5.465	12.3
Si	-32.558	-8.144	12.252
Si	-35.3	-5.416	12.283
Si	-32.574	-2.708	12.251
Si	-29.842	0.001	12.25
Si	-27.121	2.716	12.223
Si	-29.844	5.441	12.251
Si	-27.133	-8.161	12.232
Si	-29.846	-5.435	12.25
Si	-27.132	-2.728	12.236
Si	-24.427	-0.009	12.214
Si	-21.711	2.713	12.189
Si	-24.42	5.435	12.217
Si	-21.714	-8.166	12.212
Si	-24.431	-5.447	12.223
Si	-21.707	-2.732	12.205
Si	-18.99	-0.014	12.189
Si	-16.266	2.708	12.198
Si	-18.998	5.434	12.193
Si	-16.282	-8.169	12.194
Si	-18.997	-5.458	12.197
Si	-16.272	-2.747	12.193
Si	-13.55	-0.036	12.206
Si	-10.834	2.688	12.217
Si	-13.551	5.413	12.207
Si	-10.843	-8.205	12.232
Si	-13.557	-5.485	12.205
Si	-10.836	-2.774	12.205
Si	-8.122	-0.046	12.22
Si	-5.422	2.666	12.216
Si	-8.131	5.39	12.233
Si	-5.428	-8.213	12.228
Si	-8.128	-5.498	12.236
Si	-5.418	-2.781	12.231
Si	-2.716	-0.064	12.233
Si	-0.003	2.652	12.2
Si	-2.717	5.379	12.214
Si	-0.011	8.093	12.19
Si	-2.713	-5.51	12.218
Si	-0.006	-2.788	12.192
Si	1.361	1.28	13.542
Si	4.078	4.017	13.521
Si	1.35	6.745	13.548
Si	4.077	9.459	13.53
Si	1.346	-4.156	13.543
Si	4.076	-1.44	13.507
Si	6.783	1.292	13.477
Si	9.516	4.024	13.446
Si	6.802	6.739	13.487
Si	9.516	9.462	13.473
Si	6.792	-4.148	13.509
Si	9.482	-1.433	13.455
Si	12.209	1.304	13.439
Si	14.959	4.069	13.457
Si	12.246	6.761	13.455
Si	14.918	-6.854	13.436
Si	12.207	-4.15	13.444
Si	14.918	-1.408	13.422
Si	17.652	1.351	13.487
Si	20.352	4.075	13.506
Si	17.637	-9.547	13.462
Si	20.334	-6.843	13.512
Si	17.621	-4.122	13.446
Si	20.341	-1.365	13.508
Si	23.061	1.397	13.541
Si	25.758	4.113	13.641
Si	23.037	-9.532	13.575
Si	25.753	-6.793	13.662
Si	23.044	-4.079	13.573
Si	25.779	-1.328	13.625
Si	28.468	1.398	13.71
Si	31.192	4.137	13.788
Si	28.457	-9.473	13.705
Si	31.202	-6.749	13.783
Si	28.501	-4.034	13.698
Si	31.223	-1.304	13.8
Si	33.931	1.412	13.852
Si	36.64	4.141	13.909
Si	33.917	-9.447	13.852
Si	36.65	-6.721	13.911
Si	33.924	-4.014	13.849
Si	36.651	-1.301	13.88
Si	39.364	1.428	13.915
Si	42.103	4.157	13.909
Si	39.353	-9.434	13.924
Si	42.095	-6.718	13.923
Si	39.349	-4.002	13.932
Si	42.086	-1.293	13.932
Si	44.828	1.444	13.901
Si	47.596	4.154	13.873
Si	44.847	-9.436	13.894
Si	47.58	-6.736	13.873
Si	44.804	-3.996	13.906
Si	47.579	-1.287	13.871
Si	50.328	1.442	13.844
Si	-44.851	4.144	13.801
Si	50.32	-9.467	13.841
Si	-44.85	-6.753	13.802
Si	50.321	-4.017	13.845
Si	53.062	-1.301	13.798
Si	-42.135	1.416	13.741
Si	-39.392	4.108	13.688
Si	-42.125	-9.472	13.75
Si	-39.382	-6.778	13.696
Si	-42.119	-4.044	13.757
Si	-39.379	-1.32	13.698
Si	-36.654	1.38	13.664
Si	-33.91	4.095	13.636
Si	-36.658	-9.487	13.656
Si	-33.912	-6.783	13.611
Si	-36.65	-4.051	13.652
Si	-33.915	-1.353	13.63
Si	-31.186	1.365	13.622
Si	-28.468	4.068	13.599
Si	-31.196	-9.509	13.611
Si	-28.479	-6.8	13.61
Si	-31.21	-4.071	13.606
Si	-28.477	-1.367	13.612
Si	-25.758	1.362	13.592
Si	-23.055	4.07	13.569
Si	-25.773	-9.529	13.591
Si	-23.069	-6.807	13.582
Si	-25.777	-4.091	13.607
Si	-23.066	-1.375	13.569
Si	-20.359	1.342	13.541
Si	-17.616	4.09	13.543
Si	-20.358	-9.539	13.565
Si	-17.632	-6.807	13.56
Si	-20.347	-4.099	13.56
Si	-17.623	-1.376	13.542
Si	-14.896	1.345	13.552
Si	-12.178	4.064	13.569
Si	-14.917	-9.53	13.537
Si	-12.203	-6.839	13.581
Si	-14.914	-4.118	13.546
Si	-12.187	-1.41	13.552
Si	-9.471	1.324	13.57
Si	-6.768	4.024	13.585
Si	-9.485	-9.569	13.597
Si	-6.778	-6.861	13.608
Si	-9.489	-4.131	13.583
Si	-6.77	-1.408	13.585
Si	-4.088	1.3	13.589
Si	-1.356	4.016	13.568
Si	-4.072	6.744	13.58
Si	-1.36	9.438	13.573
Si	-4.073	-4.157	13.59
Si	-1.357	-1.442	13.579
Si	0.017	-0.085	14.922
Si	2.719	2.653	14.886
Si	-0.004	5.391	14.923
Si	2.703	8.12	14.901
Si	-0.008	-5.514	14.921
Si	2.71	-2.788	14.88
Si	5.442	-0.081	14.851
Si	8.148	2.67	14.805
Si	5.45	5.387	14.864
Si	8.152	8.114	14.842
Si	5.435	10.822	14.893
Si	8.153	-2.789	14.867
Si	10.824	-0.058	14.794
Si	13.579	2.687	14.763
Si	10.874	5.397	14.792
Si	13.579	8.131	14.843
Si	10.863	10.82	14.848
Si	13.569	-2.786	14.778
Si	16.253	-0.037	14.782
Si	18.999	2.734	14.868
Si	16.285	5.451	14.854
Si	18.984	-8.229	14.864
Si	16.271	-5.509	14.793
Si	18.956	-2.759	14.811
Si	21.693	0.033	14.853
Si	24.384	2.744	14.963
Si	21.691	5.405	14.923
Si	24.366	-8.191	14.978
Si	21.681	-5.49	14.882
Si	24.404	-2.703	14.932
Si	27.092	0.036	15.045
Si	29.805	2.758	15.095
Si	27.079	5.486	15.035
Si	29.811	-8.13	15.088
Si	27.128	-5.411	15.008
Si	29.839	-2.684	15.105
Si	32.58	0.041	15.203
Si	35.269	2.761	15.249
Si	32.528	5.508	15.175
Si	35.266	-8.085	15.237
Si	32.542	-5.386	15.174
Si	35.285	-2.661	15.226
Si	37.993	0.055	15.259
Si	40.731	2.798	15.261
Si	37.981	5.523	15.277
Si	40.704	-8.053	15.279
Si	37.977	-5.345	15.306
Si	40.702	-2.641	15.296
Si	43.448	0.096	15.262
Si	46.208	2.821	15.223
Si	43.471	5.537	15.244
Si	46.225	-8.088	15.25
Si	43.436	-5.34	15.285
Si	46.179	-2.619	15.223
Si	48.964	0.081	15.196
Si	51.704	2.814	15.185
Si	48.975	5.503	15.23
Si	51.705	-8.108	15.163
Si	48.956	-5.376	15.208
Si	51.714	-2.659	15.172
Si	54.422	0.086	15.126
Si	-40.747	2.762	15.07
Si	-43.471	5.501	15.141
Si	-40.741	-8.117	15.084
Si	-43.466	-5.402	15.142
Si	-40.735	-2.667	15.064
Si	-38.003	0.029	15.048
Si	-35.259	2.723	14.993
Si	-38.021	5.474	15.015
Si	-35.25	-8.141	14.981
Si	-37.994	-5.42	15.015
Si	-35.269	-2.706	15.003
Si	-32.528	-0.014	14.982
Si	-29.8	2.705	14.983
Si	-32.543	5.458	14.986
Si	-29.823	-8.171	14.977
Si	-32.558	-5.432	14.978
Si	-29.846	-2.729	14.973
Si	-27.1	-0.002	14.96
Si	-24.375	2.704	14.959
Si	-27.104	5.415	14.969
Si	-24.419	-8.17	14.955
Si	-27.132	-5.444	14.991
Si	-24.395	-2.739	14.958
Si	-21.706	-0.016	14.925
Si	-18.988	2.72	14.86
Si	-21.711	5.425	14.943
Si	-18.991	-8.173	14.905
Si	-21.708	-5.443	14.938
Si	-18.964	-2.749	14.901
Si	-16.249	-0.026	14.893
Si	-13.527	2.702	14.912
Si	-16.262	5.458	14.911
Si	-13.569	-8.203	14.925
Si	-16.27	-5.453	14.927
Si	-13.522	-2.798	14.897
Si	-10.83	-0.046	14.903
Si	-8.115	2.666	14.952
Si	-10.84	5.405	14.971
Si	-8.136	-8.222	14.974
Si	-10.836	-5.496	14.949
Si	-8.128	-2.767	14.936
Si	-5.446	-0.046	14.976
Si	-2.725	2.665	14.931
Si	-5.43	5.397	14.946
Si	-2.71	8.083	14.953
Si	-5.413	-5.518	14.977
Si	-2.721	-2.799	14.953
O	2.708	0.078	22.086
O	0.716	-1.228	23.155
O	4.414	2.053	22.736
O	6.908	-0.12	25.701
O	16.705	1.846	24.832
O	1.542	3.881	23.166
O	2.881	5.441	21.729
O	4.73	6.974	22.782
O	16.23	-7.562	25.67
O	2.004	-6.938	23.349
O	18.78	-8.059	-6.343
O	3.045	-4.704	22.833
O	7.025	-1.938	23.099
O	14.631	8.087	-7.086
O	6.199	5.247	24.246
O	6.995	3.277	22.803
O	8.214	5.404	22.04
O	1.032	7.337	-6.407
O	7.66	1.874	-6.167
O	9.83	-3.832	22.883
O	14.666	-3.862	23.14
O	10.694	5.249	-3.484
O	5.238	-2.055	25.028
O	14.555	-3.576	-1.394
O	10.28	5.326	25.72
O	9.736	1.419	23.118
O	14.025	-2.189	-3.57
O	15.083	6.389	23.219
O	16.244	8.082	21.735
O	12.48	-4.21	-2.883
O	15.446	1.337	-6.657
O	12.122	-1.442	23.2
O	7.483	-1.013	-5.162
O	5.722	2.738	24.973
O	15.007	3.791	24.085
O	2.018	8.021	-3.394
O	11.479	-1.016	25.725
O	11.529	3.162	22.768
O	22.13	0.251	-3.898
O	20.031	7.43	25.982
O	5.249	-5.75	-6.16
O	10.485	-7.69	-5.85
O	11.824	-7.876	22.959
O	8.157	-5.45	21.813
O	10.669	7.884	25.346
O	21.32	-0.612	25.077
O	12.03	-7.875	-1.042
O	10.576	2.789	25.223
O	16.151	-7.084	-3.557
O	18.217	-3.894	-6.149
O	15.516	1.714	22.559
O	1.457	4.574	25.681
O	4.562	4.425	-3.854
O	20.812	7.104	-1.859
O	8.133	-0.019	21.864
O	13.213	-6.802	-3.007
O	13.703	0.01	21.874
O	3.628	7.307	-1.282
O	2.762	-2.945	-0.4
O	13.707	-6.172	22.559
O	9.253	3.924	-5.905
O	15.927	-0.404	-3.709
O	-1.249	7.928	-5.116
O	13.313	5.44	25.022
O	6.75	-4.031	-2.511
O	13.167	4.615	-4.193
O	9.895	-1.762	-5.818
O	14.011	-0.652	24.979
O	14.452	-5.074	-4.326
O	7.172	4.858	-4.783
O	-5.76	7.057	-4.573
O	23.196	-7.108	-5.111
O	2.01	-5.627	-3.182
O	10.233	1.608	-5.574
O	16.989	-4.664	-4.047
O	9.176	-4.138	-1.461
O	11.637	6.297	-5.612
O	-6.697	4.863	-3.224
O	15.629	4.955	-3.226
O	23.724	-7.721	24.678
O	19.006	5.152	25.323
O	19.141	-2.717	-0.624
O	-38.682	-3.766	23.079
O	14.44	7.708	-1.432
O	17.342	6.932	-2.915
O	-0.044	-5.396	-0.368
O	22.887	6.971	-3.631
O	-15.22	4.368	-1.418
O	-44.615	1.741	23.29
O	4.477	-4.715	-1.354
O	20.796	0.934	-1.667
O	7.74	-2.006	-1.183
O	37.977	-7.492	-2.4
O	5.401	3.198	-5.849
O	5.343	5.341	-0.649
O	6.973	3.389	-1.578
O	-45.168	2.694	-4.658
O	8.168	-8.208	-0.469
O	23.381	2.523	25.832
O	6.502	-6.376	-1.264
O	5.546	-0.648	-0.803
O	-34.877	6.286	-4.997
O	30.127	2.155	-5.7
O	-36.783	-7.586	23.123
O	13.643	2.709	-0.603
O	-6.46	-7.115	-5.987
O	-1.78	-3.52	25.646
O	3.716	-1.123	-2.713
O	12.624	7	-3.227
O	10.118	-4.038	25.405
O	10.88	-5.626	-0.366
O	9.99	6.401	-1.232
O	-10.325	7.978	-3.517
O	15.276	3.535	-5.387
O	16.481	-2.395	21.998
O	48.18	7.462	22.897
O	24.345	5.464	22.303
O	-23.099	0.639	-1.269
O	35.661	0.051	-3.431
O	17.328	3.562	22.96
O	18.846	5.329	21.96
O	20.372	6.676	23.455
O	34.518	4.088	-5.691
O	29.31	-3.012	-3.047
O	18.229	-3.868	24.624
O	27.337	5.212	-3.68
O	21.683	-2.892	21.913
O	-34.929	-2.115	-3.301
O	-13.548	8.002	-0.394
O	21.327	-6.778	25.25
O	18.962	0.252	-4.493
O	33.158	5.562	-0.189
O	22.226	-6.8	22.797
O	28.763	-2.623	25.362
O	30.515	-3.439	23.364
O	30.136	-6.796	24.876
O	25.221	7.723	-4.752
O	25.718	7.452	23.309
O	33.492	3.73	23.219
O	30.4	7.455	23.425
O	18.704	-6.677	25.442
O	29.554	-5.438	22.151
O	27.797	-1.798	22.754
O	27.408	7.941	-3.432
O	23.801	0.016	25.282
O	17.469	1.515	-2.831
O	22.782	-4.673	-5.887
O	33.945	-3.204	25.116
O	31.487	-2.087	25.247
O	30.486	-4.417	25.82
O	29.709	5.393	22.143
O	31.73	0.833	-1.036
O	-46.664	3.01	-0.134
O	22.27	2.836	-4.329
O	33.556	-0.55	25.346
O	28.216	-7.415	23.087
O	24.225	-5.297	22.044
O	28.338	7.687	25.354
O	29.298	-1.572	-0.952
O	25.865	-4.476	-1.264
O	26.131	-6.133	-4.192
O	31.241	1.376	25.912
O	35.651	8	-3.161
O	31.321	1.582	23.302
O	-15.946	-2.455	22.028
O	27.865	-4.301	-4.813
O	16.826	6.613	-6.984
O	38.159	5.468	-0.021
O	-33.038	6.059	-0.342
O	22.937	-0.905	22.968
O	29.711	-0.088	22.197
O	4.468	0.422	24.71
O	-19.159	-5.941	22.596
O	33.484	6.726	-2.589
O	33.615	-0.934	-1.025
O	33.652	4.157	25.834
O	26.225	4.928	-5.94
O	23.165	-2.518	25.036
O	23.149	-5.106	24.659
O	-7.675	3.955	-0.852
O	20.623	4.273	-5.723
O	-10.683	-5.123	-3.583
O	39.449	-1.219	-1.58
O	34.708	2.38	-2.974
O	-44.967	1.533	25.909
O	-4.063	-0.198	-4.485
O	32.802	7.919	25.887
O	27.444	0.066	-0.291
O	16.279	-5.408	-0.589
O	-13.786	5.11	22.186
O	26.688	1.784	23.448
O	-30.873	4.148	-4.613
O	25.633	-3.494	-3.536
O	-45.188	-5.358	25.619
O	28.696	5.154	-6.931
O	40.986	-1.087	25.602
O	39.019	2.136	-5.355
O	25.449	-4.266	-5.957
O	30.86	-3.697	-1.047
O	-28.792	-3.761	-1.738
O	35.574	-1.727	-5.324
O	31.424	-1.486	-2.402
O	33.048	0.324	-3.269
O	19.255	2.703	-0.616
O	29.983	3.718	-3.633
O	-4.827	-2.555	-5.556
O	-11.959	6.918	23.124
O	-12.666	-2.448	25.48
O	-28.49	-6.817	-6.024
O	34.131	-7.372	-1.181
O	26.502	-4.187	25.56
O	-10.182	-1.362	-1.286
O	20.969	-4.572	-1.347
O	-44.056	-0.348	-3.193
O	24.819	-2.112	-1.179
O	24.069	1.538	-2.934
O	-36.454	-1.632	-1.24
O	22.169	5.36	-0.587
O	-18.81	-0.881	22.498
O	26.854	6.518	-1.34
O	24.826	-8.149	-0.586
O	-31.414	1.832	-5.697
O	22.579	-0.896	-1.496
O	25.661	3.358	-3.698
O	27.458	-7.639	-5.925
O	30.188	2.645	-0.022
O	-12.588	-4.097	23.336
O	17.84	4.467	-1.855
O	26.362	-1.681	24.91
O	-12.401	1.221	-5.183
O	42.7	2.089	23.443
O	-22.692	6.478	-1.432
O	-5.477	-0.168	-0.547
O	35.117	0.131	22.52
O	33.126	-1.71	23.121
O	-4.162	-4.485	-2.971
O	40.566	2.649	-3.226
O	-41.159	3.894	25.827
O	-37.111	2.023	25.046
O	35.136	5.528	22.142
O	36.956	7.041	23.156
O	-42.565	5.97	25.1
O	33.527	-7.836	23.377
O	-43.893	7.33	-3.205
O	-0.908	-1.151	-3.052
O	36.235	-3.853	23.874
O	39.232	-1.255	23.579
O	-23.779	-4.996	25.994
O	48.223	-3.411	22.861
O	13.28	4.96	22.385
O	38.79	3.754	23.295
O	40.646	5.481	22.466
O	32.687	5.999	24.161
O	46.232	-7.208	-5.511
O	39.153	-7.02	23.426
O	42.293	7.514	-7.157
O	-36.39	-3.458	24.431
O	-8.169	5.487	22.249
O	38.581	-4.172	-5.654
O	46.265	5.641	22.362
O	48.213	4.349	-4.633
O	40.912	0.304	22.5
O	-38.457	-6.632	24.864
O	-16.62	-5.279	-6.679
O	-26.006	-6.107	-5.642
O	41.061	-7.967	24.992
O	-32.373	5.143	-6.541
O	46.248	-5.148	22.164
O	44.412	-1.734	23.081
O	31.299	3.761	24.723
O	-16.243	-7.915	-6.805
O	-48.633	-2.901	-2.823
O	-35.159	5.447	22.185
O	43.616	-6.746	-6.161
O	46.729	-1.715	24.266
O	-20.643	-2.802	22.517
O	0.152	3.074	-5.317
O	1.44	-7.268	-1.213
O	37.608	6.743	25.635
O	48.681	5.374	-6.854
O	37.812	6.295	-2.867
O	41.89	-2.936	-3.798
O	37.68	-6.586	-5.095
O	-46.624	-1.412	25.819
O	-15.009	-0.754	-1.188
O	39.117	-5.309	-3.304
O	44.58	-6.799	23.342
O	40.712	-5.393	22.132
O	42.569	6.982	23.397
O	-45.423	4.978	-3.232
O	45.868	-7.907	-0.084
O	-8.781	3.061	-3.2
O	47.892	1.684	23.403
O	45.362	-1.929	-4.668
O	45.443	-4.216	-5.838
O	-46.212	7.211	-6.375
O	-0.252	-6.886	-3.259
O	42.387	-0.94	-5.441
O	-6.729	7.572	22.986
O	-42.847	4.787	-3.208
O	48.208	1.969	-3.504
O	42.166	4.329	-2.111
O	5.362	-5.987	-3.546
O	27.676	2.894	-5.382
O	46.136	0.106	22.266
O	48.388	4.236	-2.105
O	35.32	-2.588	0.009
O	0.566	-3.362	-3.251
O	-44.588	6.953	23.701
O	45.672	-6.37	25.71
O	-28.254	-6.07	24.814
O	48.831	7.9	25.299
O	-43.266	-1.405	-7.12
O	-12.384	3.745	-5.975
O	-25.696	-6.255	25.147
O	39.299	0.827	25.304
O	-5.798	-2.258	25.027
O	-23.357	-1.592	-5.626
O	-23.8	-0.081	25.33
O	3.588	5.232	24.386
O	38.663	0.908	-3.063
O	-43.347	-5.364	23.919
O	37.708	-1.502	-3.624
O	-28.719	0.829	-1.535
O	-48.507	-0.359	-3.733
O	42.453	-3.978	-1.428
O	-4.182	-6.577	-1.485
O	-31.749	-1.545	22.951
O	-3.949	2.456	-3.54
O	-5.354	2.648	22.217
O	-8.78	-1.16	22.906
O	42.12	6.209	25.946
O	-47.493	3.394	-3.588
O	-48.797	2.698	25.502
O	-38.99	0.658	-6.383
O	-42.577	-4.272	-1.899
O	-12.141	0.479	-1.135
O	40.611	-2.687	-6.143
O	47.316	-3.691	-1.093
O	-11.371	3.082	-3.604
O	-22.72	4.094	-2.623
O	-47.957	-0.947	-1.2
O	-21.68	0.058	-6.904
O	36.601	2.11	-1.104
O	-48.77	4.942	0.203
O	-45.565	7.204	-0.926
O	47.076	1.099	25.877
O	-46.886	-8.12	-3.097
O	32.648	-5.404	-0.235
O	-47.526	-7.437	-0.752
O	-0.705	5.473	-6.168
O	-26.432	-3.927	-2.494
O	36.709	-4.445	-3.914
O	-45.188	1.316	-1.378
O	-32.495	2.82	25.307
O	24.084	3.763	-1.504
O	44.406	7.259	-5.303
O	15.967	-6.152	-6.051
O	-24.483	-0.416	22.655
O	-28.632	6.065	25.774
O	40.85	-8.147	0.006
O	-13.979	-0.15	-3.568
O	39.369	-6.088	-0.783
O	-29.343	-3.727	25.756
O	-18.955	-5.947	-5.806
O	41.82	1.935	-1.011
O	-15.653	-4.62	25.276
O	46.129	2.833	0.037
O	42.735	6.539	-0.812
O	6.034	-7.99	-5.237
O	44.289	-3.963	-3.414
O	-32.792	7.772	-4.25
O	-39.067	3.712	24.199
O	41.312	-7.365	-5.186
O	46.903	-3.821	-3.671
O	-41.174	-4.571	-6.062
O	-46.161	0.099	22.008
O	21.844	-5.499	-3.555
O	39.901	3.715	-0.902
O	-17.144	6.176	-1.402
O	-43.032	2.073	-2.65
O	-47.699	3.702	23.384
O	-46.212	5.537	22.34
O	-46.361	3.724	25.732
O	-29.8	4.874	-6.944
O	-47.8	-7.108	23.3
O	-32.61	-4.202	-6.099
O	-44.727	-2.998	22.849
O	-43.8	-3.014	25.187
O	-42.459	-1.731	23.161
O	-42.09	6.061	-6.913
O	-46.421	4.685	-5.697
O	-43.179	-7.749	25.158
O	-41.59	3.439	23.318
O	-40.58	5.607	22.26
O	-10.181	-7.355	22.959
O	-36.153	4.267	-3.85
O	-42.299	-7.43	22.701
O	-36.89	5.26	-6.188
O	-33.957	-3.762	23.367
O	4.394	7.132	-3.741
O	-44.602	-0.691	24.28
O	-14.558	-3.393	-5.482
O	-33.296	7.156	22.918
O	-40.596	0.02	22.267
O	-36.75	1.621	-5.396
O	-26.058	0.828	-2.966
O	-44.97	-4.761	-1.168
O	-39.355	-1.443	-4.841
O	-27.09	7.933	-4.561
O	-35.304	-5.581	22.193
O	8.936	6.508	-5.965
O	-7.383	-3.521	-5.318
O	28.852	4.245	-1.331
O	-40.814	-3.544	25.084
O	-46.422	1.94	-6.904
O	-38.451	5.449	-3.343
O	-34.181	-3.036	25.893
O	46.844	-4.172	24.899
O	-0.222	5.11	-3.64
O	-36.774	3.614	23.023
O	-26.99	7.921	25.143
O	-6.127	4.795	-5.83
O	-28.253	1.129	-4.147
O	-40.01	-3.923	-1.221
O	-47.534	-1.604	23.297
O	-39.126	7.649	23.117
O	-37	4.581	-1.323
O	-40.307	1.642	25.016
O	48.9	-5.428	-0.071
O	-40.624	-5.416	22.112
O	-33.685	-7.637	24.981
O	-44.737	-2.207	-5.175
O	-36.249	-6.687	-1.256
O	-38.467	1.561	22.854
O	-33.017	-0.843	25.15
O	-29.042	7.836	-1.34
O	-38.84	-4.009	-5.165
O	-33.679	1.796	23.129
O	-45.668	0.19	-5.14
O	-37.72	7.243	25.284
O	-30.395	-3	-5.864
O	-27.977	5.468	-1.439
O	-12.551	6.619	-3.851
O	-21.242	5.997	-3.609
O	30.343	-3.262	-5.361
O	-21.074	3.615	-4.622
O	-35.336	0.033	22.167
O	-33.562	5.728	-2.848
O	-46.405	-2.759	-0.204
O	-31.601	7.17	24.945
O	-24.448	2.58	-0.253
O	0.833	-1.533	-1.304
O	1.766	1.121	-5.766
O	45.394	0.221	-3.155
O	-30.267	-0.612	-3.202
O	-16.812	1.004	-6.388
O	-11.957	-5.919	-5.827
O	-31.782	-0.725	-1.039
O	-8.199	-2.839	-0.442
O	-23.374	-5.697	-5.411
O	-40.906	-3.437	-3.634
O	-44.663	-7.35	-5.281
O	-39.86	7.752	-3.458
O	-41.461	0.034	-5.612
O	36.391	-4.473	-1.323
O	-38.567	-2.255	25.247
O	-27.503	-6.106	-3.508
O	4.387	-6.185	24.556
O	-37.09	-2.147	-5.941
O	-38.149	0.081	-0.289
O	-22.778	1.275	23.319
O	0.112	7.928	22.282
O	5.226	5.887	-5.933
O	-11.491	6.69	-1.46
O	-34.729	0.041	-5.301
O	-24.154	0.837	-6.359
O	33.021	-2.594	-5.538
O	44.913	2.255	25.011
O	-3.555	4.371	23.132
O	29.674	-7.744	-0.083
O	-34.193	-3.593	-1.341
O	-43.869	-6.288	-3.116
O	-30.401	-1.316	25.134
O	-14.989	6.571	-2.862
O	-35.112	1.575	-3.264
O	0.628	1.125	-3.425
O	-31.174	6.609	-2.139
O	-32.726	-5.355	-0.252
O	-34.643	3.905	-6.088
O	11.942	4.596	-1.317
O	22.853	3.639	23.435
O	-31.327	-7.219	-1.266
O	-1.367	5.846	23.007
O	-33.48	1.54	-1.234
O	-16.758	-1.029	24.307
O	-20.723	-0.251	-0.914
O	-41.589	-1.916	-1.431
O	-43.971	1.501	-6.771
O	-39.716	0.914	-3.839
O	-43.717	5.542	-0.175
O	-41.948	3.781	-0.973
O	-39.501	6.436	-1.184
O	-41.027	-8.076	-0.154
O	-8.271	-3.035	25.395
O	-43.053	-6.522	-0.714
O	-38.166	2.84	-2.924
O	4.752	-2.807	22.509
O	-39.909	1.666	-1.321
O	-37.528	-2.736	-3.378
O	-35.45	2.819	-0.226
O	-11.387	2.591	25.017
O	-40.762	3.238	-3.229
O	-35.396	7.307	-0.633
O	8.16	3.801	25.165
O	-5.366	-6.752	-3.72
O	-38.184	-5.364	-0.216
O	-37.477	7.634	-2.321
O	34.278	-4.834	-3.03
O	-30.454	1.982	-3.189
O	-29.716	-0.139	22.088
O	31.483	4.922	-2.053
O	-28.271	1.593	23.447
O	-12.811	-1.374	-5.569
O	-31.589	3.343	22.938
O	-29.964	5.294	22.153
O	-28.319	6.904	23.228
O	-17.199	-6.419	24.333
O	-31.665	-7.141	23.231
O	20.862	-3.797	25.131
O	-29.843	-5.502	22.243
O	-28.034	-3.919	23.2
O	-6.18	-3.94	23.051
O	-26.053	-3.683	25.05
O	-19.274	-5.035	25.114
O	-23.294	-7.058	24.451
O	-26.484	5.429	24.405
O	-24.355	5.367	21.999
O	-23.03	-3.192	-3.578
O	-0.968	-5.792	-5.598
O	-26.635	-7.061	22.878
O	-23.087	-3.682	23.04
O	-17.631	-4.027	23.218
O	1.327	-4.52	-5.479
O	25.592	-3.149	22.89
O	-19.099	-0.015	24.898
O	-21.492	7.719	25.4
O	-17.609	3.389	-5.74
O	-20.131	-1.875	-5.035
O	-21.399	2.861	22.025
O	-1.769	-1.456	24.057
O	-37.322	-1.509	23.006
O	-8.185	-5.576	22.283
O	47.689	-6.507	24.014
O	-48.24	6.633	-4.68
O	10.058	-6.279	23.982
O	-25.859	2.367	-5.021
O	-17.64	-1.327	-5.788
O	27.002	3.477	25.597
O	-2.674	8.07	-0.378
O	-16.239	-4.742	-3.799
O	-9.521	1.106	23.869
O	-22.243	-1.311	23.78
O	-19.311	4.219	22.851
O	-10.623	-4.051	25.095
O	-21.308	-6.682	-6.573
O	36.552	4.697	24.377
O	-21.704	-0.488	-3.332
O	8.786	1.42	-1.375
O	-18.646	-5.654	-2.961
O	-25.836	-0.789	-1.088
O	36.683	2.168	23.43
O	-21.137	-7.507	22.98
O	-2.761	-6.583	-3.815
O	-22.847	6.938	23.256
O	-4.466	-0.364	-7.092
O	-20.294	-7.374	-4.149
O	-48.564	0.141	24.974
O	-9.948	-4.127	-5.881
O	-14.882	-6.429	-1.536
O	-16.85	5.904	-5.979
O	-17.497	1.243	23.153
O	-28.344	-1.412	-5.948
O	29.31	6.303	-2.664
O	-26.706	2.895	25.225
O	6.839	-6.135	25.826
O	-20.701	5.63	-6.322
O	-30.468	-0.264	-6.985
O	20.241	-1.563	-5.738
O	-2.99	6.212	24.952
O	25.975	-0.484	-5.98
O	-5.01	4.115	-1.285
O	-30.142	-2.54	-0.1
O	-17.658	4.59	24.925
O	42.165	-3.835	23.54
O	-13.737	-4.934	-3.473
O	-34.947	-5.412	25.216
O	-20.038	5.675	24.823
O	-0.9	0.897	23.17
O	-14.712	-7.025	25.496
O	31.517	7.332	-1.11
O	43.424	0.138	0.004
O	-19.361	7.848	-6.355
O	-28.191	-3.779	-7.089
O	44.651	0.193	-5.865
O	9.455	7.497	23.055
O	25.52	-0.421	22.731
O	-12.147	-7.38	24.757
O	36.886	3.373	-6.495
O	2.507	5.305	-5.415
O	12.155	1.016	24.19
O	-9.807	1.123	-1.854
O	17.286	-6.588	23.318
O	20.446	-1.366	-3.017
O	-22.446	-4.295	-1.252
O	34.373	1.394	-5.326
O	17.597	2.291	-5.402
O	-18.932	5.255	-4.48
O	-3.391	1.765	-6.026
O	12.124	-4.567	23.801
O	-44.158	5.889	-5.248
O	47.171	6.721	-5.106
O	-7.042	0.847	23.025
O	-16.522	-0.589	-3.289
O	20.501	7.324	-4.52
O	-8.961	2.751	25.798
O	-8.669	-5.6	25.86
O	-17.578	0.887	-1.418
O	-30.035	2.678	-0.319
O	38.158	3.605	-3.421
O	-3.677	-3.38	23.929
O	-26.275	-6.273	-1.165
O	35.423	-2.495	-2.821
O	47.244	-1.473	-2.508
O	12.735	1.315	-6.266
O	17.384	-0.835	-1.513
O	18.383	-0.254	21.862
O	-41.08	-6.242	24.739
O	-21.232	1.919	-2.569
O	-24.369	-2.746	-0.312
O	6.216	-4.317	24.09
O	-24.875	-5.738	-3.348
O	-25.617	4.52	-1.391
O	3.101	2.692	24.918
O	-12.313	-6.622	-2.151
O	-24.424	-8.136	-0.504
O	-1.233	-3.255	-1.343
O	-43.038	0.101	-0.801
O	-10.257	4.106	-1.301
O	-19.052	-2.405	-0.335
O	-15.17	-1.119	-6.71
O	-19.018	2.811	-0.474
O	2.507	5.496	-2.798
O	-14.89	-6.154	23.091
O	-31.775	4.178	-1.432
O	-14.104	-7.518	-3.845
O	35.03	6.855	24.905
O	-20.6	-6.762	-1.563
O	-32.721	-1.641	-5.654
O	40.604	-7.407	-2.706
O	20.279	0.711	23.129
O	-31.388	0.87	24.012
O	43.863	-5.784	-0.19
O	5.133	7.289	25.283
O	-14.721	-0.959	26.102
O	22.975	-6.374	-1.332
O	16.379	-2.033	25.183
O	7.626	-5.933	-5.013
O	-18.241	-3.21	-3.978
O	-6.093	-4.266	-1.175
O	-27.297	3.273	-2.968
O	32.395	2.892	-4.785
O	19.212	2.564	25.289
O	-10.795	-2.683	22.205
O	-48.411	5.316	25.329
O	-24.327	4.211	25.186
O	40.184	-0.995	-4.099
O	-10.132	2.447	-5.827
O	-32.862	2.718	-3.646
O	-40.231	-5.972	-4.003
O	14.8	6.103	-5.458
O	-1.649	3.966	24.932
O	-20.627	4.817	-1.265
O	-12.907	-5.099	25.756
O	-1.196	-3.814	23.101
O	-7.712	2.934	-6.774
O	3.522	7.685	-6.201
O	-36.778	-0.312	-3.593
O	-27.871	-1.828	24.838
O	25.375	7.088	25.92
O	48.35	-7.624	-3.816
O	-0.001	-0.898	-5.986
O	-4.59	-7.247	23.161
O	-46.149	-5.24	22.338
O	-18.094	6.492	23.133
O	-2.787	-5.609	22.135
O	-4.998	-1.614	22.627
O	-0.009	-0.128	25.478
O	-12.869	1.852	23.084
O	-7.751	-0.455	25.188
O	35.323	-5.346	25.926
O	2.404	-1.282	-5.03
O	-16.601	4.681	-3.605
O	-14.51	6.86	-5.501
O	-38.602	3.229	-6.169
O	9.464	3.868	-1.65
O	-9.512	-6.647	-5.379
O	44.469	4.555	-0.892
O	-27.502	5.684	-5.95
O	16.077	5.854	-0.791
O	-16.31	-8.175	22.162
O	-23.283	2.119	-4.253
O	-0.682	-3.38	-6.737
O	-13.912	-0.325	22.136
O	3.153	-3.454	-3.863
O	-33.884	-4.456	-3.836
O	-35.26	-3.996	-6.073
O	28.332	0.426	-6.407
O	23.172	6.855	-6.241
O	45.784	7.951	-3.224
O	-31.561	-7.332	-6.06
O	-6.028	-2.647	-3.22
O	-18.674	-3.502	-6.59
O	-28.327	-3.549	-4.365
O	23.703	5.129	25.429
O	44.376	4.099	23.302
O	-9.847	-6.278	-1.326
O	12.475	-1.952	-1.478
O	42.193	-5.506	-3.551
O	-6.6	-6.793	24.841
O	-4.208	-2.36	-1.317
O	-30.36	-7.714	-3.622
O	-2.907	-0.072	21.931
O	-23.798	3.474	-6.384
O	-13.442	-2.67	-0.332
O	44.015	5.945	-3.035
O	6.546	-6.819	23.251
O	-11.372	-0.463	-3.458
O	37.921	2.944	25.673
O	42.977	3.832	25.521
O	-5.309	7.342	25.096
O	-19.433	1.378	-6.067
O	17.851	-7.285	-1.451
O	-25.018	-3.661	-5.118
O	-48.939	-2.511	25.233
O	16.066	-2.528	-5.271
O	47.137	0.046	-5.055
O	27.734	-5.696	-0.156
O	2.347	3.049	-3.969
O	23.396	-3.942	-2.181
O	34.419	3.321	-0.612
O	26.148	-6.808	24.919
O	-42.108	-7.678	-4.593
O	-26.205	-2.248	22.843
O	18.693	0.037	25.131
O	14.148	-5.39	25.187
O	-2.977	2.507	-0.442
O	-13.51	2.615	-0.452
O	-32.33	-2.448	-2.927
O	0.263	4.11	-1.273
O	-11.573	-4.284	-1.249
O	29.093	2.243	24.585
O	36.753	8.016	-6.91
O	-9.246	-1.66	-5.157
O	-33.501	5.695	26.035
O	32.285	-5	-4.891
O	20.688	-6.514	-5.561
O	-9.087	7.145	-5.732
O	-27.508	-1.562	-2.867
O	-4.256	5.104	-3.91
O	-1.091	0.949	-1.448
O	-18.873	8.011	-0.49
O	-0.942	6.405	-1.385
O	19.65	2.741	-3.816
O	-7.777	-7.838	-3.829
O	17.995	7.373	24.312
O	-17.337	-3.914	-1.557
O	-24.585	-5.485	22.091
O	5.942	0.106	-3.319
O	38.797	-7.152	25.989
O	4.147	1.269	-1.677
O	-26.367	5.649	-3.599
O	-20.701	-2.711	-2.531
O	11.937	-5.654	-5.014
O	-40.812	-0.899	25.339
O	37.948	0.171	-0.112
O	14.229	-0.764	-5.747
O	-6.444	6.302	-1.122
O	-8.162	-8.124	-0.478
O	-10.222	5.415	-3.468
O	-47.949	6.381	-1.736
O	18.359	-2.35	-4.054
O	-1.836	1.074	-4
O	2.103	-5.131	25.3
O	40.551	-5.417	25.008
O	-25.109	6.749	-5.678
O	-35.323	3.667	26.039
O	-8.527	0.483	-6.512
O	23.955	1.199	-5.593
O	19.843	-4.438	22.744
O	-12.623	0.191	25.026
O	43.13	-7.93	-3.273
O	-7.216	1.416	-1.639
O	-34.002	-6.286	-5.852
O	8.771	-2.626	-3.539
O	-35.005	8.053	-3.066
O	-32.808	0.137	-3.271
O	-42.684	0.899	24.836
O	-25.002	-1.459	-3.6
O	21.079	4.981	-3.323
O	-14.862	-2.597	-3.035
O	-2.236	3.885	-4.84
O	36.047	4.48	-2.301
O	-21.206	-5.074	-3.433
O	10.789	-0.136	-0.6
O	9.799	-5.261	-6.466
O	-19.098	-0.619	-3.003
O	-25.686	3.407	22.979
O	-39.387	5.708	-6.508
O	36.621	5.308	-4.821
O	34.979	-3.609	-7.02
O	-48.647	1.278	-5.762
O	33.336	-7.165	-3.701
O	-47.422	-7.136	-5.305
O	30.968	4.707	-5.806
O	15.324	0.84	-1.479
O	-10.104	7.271	24.927
O	7.944	-3.497	-5.887
O	-23.632	-7.786	-7
O	43.687	-8.094	25.413
O	-13.91	2.496	25.532
O	-17.898	1.519	-3.969
O	28.161	-1.776	-5.123
O	-46.337	-1.614	-3.22
O	35.009	-5.666	22.6
O	34.727	-5.75	-5.448
O	44.62	-2.81	25.521
O	8.468	2.499	-3.729
O	5.459	0.528	-5.863
O	-2.451	-1.631	-6.036
O	-8.358	0.572	-3.895
O	26.054	2.029	-1.355
O	-39.753	-7.714	-5.91
O	2.434	2.744	-0.545
O	4.996	-1.837	-4.852
O	38.443	-1.616	25.958
O	21.337	4.098	25.511
O	-21.421	-3.614	24.939
O	36.094	-0.386	25.985
O	43.198	-5.541	25.233
O	47.469	6.534	-1.016
O	36.469	7.296	-0.84
O	27.791	4.073	23.183
O	44.844	-0.257	25.249
O	-30.623	6.646	-5.264
O	-9.674	3.672	23.324
O	47.074	0.7	-1.051
O	-2.279	4.305	-2.289
O	45.274	-1.301	-0.939
O	-15.9	3.001	22.146
O	-6.764	-0.98	-5.16
O	19.647	-1.928	23.656
O	18.722	-7.266	-3.87
O	-29.198	3.673	24.788

Results
total energy: -609929.196 eV
total energy less fixed offsets of O -438.25, Si -107.07 eV per atom: -9.996 eV

Forces (eV/angstrom) on atoms 215 to 891 of the 3024, counted in the order above; the others are left out for length: element, x, y, z
Si	-0.037	0.083	-0.015
Si	0.048	0.024	-0.099
Si	-0.174	0.135	0.668
Si	0.246	-0.261	0.732
Si	-0.365	0.245	0.706
Si	-0.371	0.209	0.662
Si	0.179	-0.075	0.687
Si	0.14	-0.05	0.687
Si	-0.075	0.006	0.771
Si	-0.313	0.104	0.76
Si	0.149	-0.259	0.699
Si	0.114	-0.152	0.622
Si	-0.044	0.113	0.706
Si	-0.11	0.278	0.8
Si	0.034	-0.169	0.804
Si	0.234	-0.179	0.721
Si	-0.329	0.319	0.711
Si	0.086	-0.305	0.797
Si	-0.021	0.025	0.592
Si	-0.108	0.164	0.731
Si	0.004	0.012	-0.022
Si	-0.028	0.014	-0.021
Si	0.019	0.031	-0.021
Si	0.005	0	-0.039
Si	-0.021	-0.002	-0.037
Si	-0.02	0.02	-0.031
Si	0.052	-0.042	-0.051
Si	-0.007	-0.035	-0.079
Si	-0.021	0.015	-0.048
Si	-0.054	-0.038	-0.039
Si	0.003	-0.009	-0.064
Si	-0.011	0.004	-0.014
Si	0.01	0	-0.063
Si	0.007	-0.026	-0.025
Si	0.029	-0.03	-0.069
Si	0.009	-0.005	-0.065
Si	0.052	0.019	-0.03
Si	-0.005	-0.017	-0.043
Si	-0.008	-0.013	0.011
Si	0.015	0.02	0.036
Si	-0.002	-0.04	-0.002
Si	0.008	0.01	-0.003
Si	-0.008	0	0.038
Si	0.005	-0.009	-0.008
Si	-0.016	-0.006	-0.028
Si	-0.006	-0.002	-0.005
Si	0.014	-0.006	0.03
Si	-0.006	0.008	0.039
Si	0.004	0.019	-0.008
Si	0.016	0.037	0.046
Si	-0.012	0.011	0.042
Si	-0.016	-0.004	0.05
Si	0.038	0.007	0.009
Si	0.001	-0.008	0.047
Si	-0.018	0.015	0.011
Si	0.005	-0.01	0.005
Si	0.011	0.013	0.007
Si	0.002	0.008	-0.02
Si	0.003	0.005	0.015
Si	-0.01	-0.004	0.016
Si	0.017	0.005	0.005
Si	0.016	-0.018	-0.02
Si	-0.008	-0.012	0.003
Si	0.005	-0.002	0.018
Si	0.005	-0.002	-0.005
Si	-0.002	-0.035	0.01
Si	0.025	-0.029	0.012
Si	0.008	-0.005	-0.019
Si	-0.008	-0.025	-0.029
Si	-0.004	0.027	-0.005
Si	-0.005	-0.002	-0.002
Si	0.02	-0.009	-0.035
Si	-0.004	-0.018	-0.037
Si	0.009	-0.014	0.007
Si	-0.003	-0.003	-0.028
Si	0.012	0.012	-0.002
Si	0.027	0.028	0.007
Si	-0.01	-0.001	-0.004
Si	-0.014	-0.014	-0.009
Si	-0.014	-0.003	-0.016
Si	0.004	0.003	-0.011
Si	-0.003	0.012	0.009
Si	0.011	0.006	-0.001
Si	0.006	-0.025	0.009
Si	-0.021	0.006	-0.004
Si	-0.017	0.023	-0.002
Si	0.031	-0.006	-0.001
Si	-0.013	0.013	-0.014
Si	0.014	0.014	-0.015
Si	-0.008	-0.009	0.005
Si	-0.001	0.033	0.002
Si	0.012	0.007	-0.011
Si	0.022	-0.01	-0.012
Si	-0.006	-0.021	-0.031
Si	-0.011	-0.017	0.011
Si	0.015	-0.006	-0.028
Si	0.034	0.025	-0.019
Si	-0.021	-0.012	-0.042
Si	-0.027	-0.013	0.019
Si	-0.013	0.011	0.014
Si	0.017	-0.003	0.018
Si	-0.012	0.006	-0.028
Si	0.006	-0.014	0.015
Si	0.002	-0.008	-0.012
Si	-0.006	-0.008	0.001
Si	-0.004	0.003	0.013
Si	0.007	-0.009	0.015
Si	0.002	0.024	0.004
Si	0.004	-0.011	0.007
Si	0.007	-0.055	-0.016
Si	0.029	0.013	-0.02
Si	-0.022	0.03	-0.028
Si	0.035	0.019	-0.037
Si	-0.039	-0.025	-0.008
Si	-0.035	-0.016	-0.021
Si	0.028	-0.001	-0.048
Si	0.015	0.024	0.008
Si	-0.003	-0.035	0.012
Si	-0.029	-0.019	0.005
Si	0.024	0.027	-0.019
Si	-0.006	0.037	-0.043
Si	-0.001	-0.005	-0.025
Si	0.044	0.024	-0.039
Si	0.021	0.005	-0.002
Si	-0.018	-0.009	-0.004
Si	0.034	0.017	-0.002
Si	-0.031	0.001	-0.012
Si	0.011	0.027	-0.017
Si	-0.015	-0.001	0.014
Si	0.03	-0.021	0.038
Si	-0.019	-0.001	0.03
Si	-0.012	-0.025	0.067
Si	-0.025	0.008	0.059
Si	0.017	-0.012	0.033
Si	-0.023	0.034	0.068
Si	0.017	-0.012	0.054
Si	0.019	-0.018	0.03
Si	0.013	0.018	0.067
Si	-0.013	0.002	0.049
Si	-0.02	-0.004	0.007
Si	-0.039	-0.002	0.027
Si	-0.01	0.01	0.049
Si	-0.036	-0.015	0.044
Si	0.017	0.015	0.035
Si	-0.018	0.008	0.042
Si	0.017	-0.026	0.03
Si	-0.013	-0.091	-0.482
Si	0.18	0.308	-0.683
Si	-0.244	-0.224	-0.751
Si	0.339	0.369	-0.64
Si	0.518	0.331	-0.608
Si	-0.205	-0.106	-0.729
Si	0.205	0.181	-0.695
Si	-0.137	0.328	-0.691
Si	-0.22	-0.237	-0.693
Si	0.24	0.168	-0.676
Si	-0.014	-0.23	-0.687
Si	0.313	0.077	-0.674
Si	-0.047	-0.125	-0.72
Si	0.123	0.237	-0.668
Si	-0.17	-0.286	-0.687
Si	0.462	0.314	-0.611
Si	-0.295	-0.149	-0.666
Si	0.524	0.092	-0.628
Si	0.017	0.011	-0.035
Si	0.097	-0.005	-0.102
Si	0.016	0.122	0.028
Si	-0.076	0.007	0.213
Si	-0.032	-0.106	-0.089
Si	-0.02	-0.111	0.01
Si	0.004	0.06	-0.161
Si	-0.037	0.019	-0.125
Si	-0.026	0.015	0.125
Si	0.041	-0.021	-0.048
Si	0.113	0.129	0.127
Si	0.034	0.023	-0.058
Si	0.179	0.103	-0.058
Si	-0.081	-0.002	0.053
Si	-0.025	0	0.035
Si	0.152	-0.118	0.025
Si	0.034	-0.006	0.009
Si	-0.132	-0.037	-0.13
Si	-0.123	-0.037	0.129
Si	-0.005	0.087	-0.088
Si	0.019	-0.034	-0.013
Si	-0.142	-0.027	0.056
Si	0.119	-0.069	0.193
Si	0.052	0.069	0.08
Si	0.07	-0.096	-0.083
Si	0.019	-0.022	0.177
Si	-0.019	0.083	-0.304
Si	-0.008	0.118	0.029
Si	0.017	0.028	0.052
Si	0.036	0.006	0.1
Si	0.023	0.028	-0.108
Si	0.1	-0.103	0.021
Si	-0.081	0.078	0.004
Si	-0.042	-0.119	0.037
Si	0.141	-0.007	0.072
Si	-0.102	0.01	0.022
Si	-0.12	0.158	0.006
Si	-0.012	-0.045	-0.012
Si	0.199	-0.028	0.048
Si	0.011	-0.003	0.116
Si	0	-0.174	-0.055
Si	-0.16	0.025	-0.17
Si	-0.094	0.107	-0.034
Si	0.13	0.016	0
Si	-0.207	-0.007	-0.144
Si	-0.002	-0.019	-0.086
Si	0.086	0.112	-0.066
Si	0.041	-0.076	-0.179
Si	0.066	0.091	0.004
Si	-0.023	-0.18	-0.066
Si	-0.017	-0.048	-0.034
Si	-0.069	0	0.003
Si	0.084	-0.12	-0.004
Si	-0.059	0.009	0.155
Si	-0.237	0.199	0.725
Si	-0.309	0.21	0.696
Si	0.068	-0.022	0.68
Si	-0.101	0.099	0.683
Si	0.17	-0.14	0.687
Si	0.408	-0.219	0.614
Si	0.353	-0.371	0.68
Si	-0.243	0.215	0.767
Si	0.169	-0.127	0.701
Si	0.108	-0.194	0.737
Si	-0.168	0.043	0.744
Si	-0.214	0.164	0.696
Si	0.113	-0.271	0.739
Si	0.381	-0.16	0.67
Si	-0.222	0.128	0.77
Si	0.155	-0.07	0.686
Si	0.007	0	0.516
Si	-0.196	0.166	0.756
Si	0.008	0	-0.018
Si	-0.006	0.015	-0.024
Si	-0.019	0.032	-0.04
Si	0.016	-0.011	-0.057
Si	-0.054	-0.02	-0.062
Si	-0.026	0.017	-0.043
Si	-0.012	0.008	-0.032
Si	-0.006	-0.022	-0.061
Si	0.003	0.003	-0.039
Si	0.009	-0.016	-0.053
Si	0.02	0.044	-0.06
Si	-0.008	0.018	-0.041
Si	-0.008	0.022	-0.05
Si	-0.062	-0.036	-0.003
Si	0.008	-0.012	-0.012
Si	0.013	-0.038	-0.04
Si	0.03	-0.001	-0.044
Si	0.017	-0.031	-0.099
Si	0.014	-0.011	0.013
Si	-0.003	-0.004	0.021
Si	-0.001	-0.005	0.031
Si	-0.012	0	-0.003
Si	0	0.002	0.031
Si	0.007	-0.024	0.039
Si	0.032	-0.002	0.016
Si	0.004	0.014	0.011
Si	0.021	-0.006	0.052
Si	-0.014	-0.002	0.045
Si	-0.023	0.002	0.02
Si	0.011	0.028	0.028
Si	-0.013	0.026	0.033
Si	-0.028	-0.041	-0.005
Si	-0.003	0.004	0.02
Si	0.011	0.019	0.031
Si	-0.009	-0.005	0
Si	0.016	-0.017	-0.01
Si	-0.018	0.018	0.011
Si	-0.002	0.004	0.014
Si	0.008	0.002	0.005
Si	-0.017	-0.011	0
Si	-0.008	0.035	0.013
Si	-0.009	0.006	-0.018
Si	-0.017	-0.016	-0.01
Si	-0.009	-0.022	0.009
Si	-0.001	0.006	-0.012
Si	-0.001	-0.013	-0.007
Si	0.044	0.006	0.008
Si	0.014	-0.028	-0.004
Si	-0.003	-0.023	-0.019
Si	0.015	0.009	-0.022
Si	-0.009	0	0.009
Si	0.013	0.005	-0.013
Si	-0.006	0.007	-0.006
Si	0.012	-0.01	0.026
Si	0.01	0.011	-0.005
Si	0.007	-0.015	0.005
Si	-0.006	0.014	-0.004
Si	-0.003	-0.012	0.005
Si	0.014	0.012	-0.001
Si	-0.007	-0.011	0.002
Si	0.01	0.001	-0.003
Si	0.005	-0.014	-0.002
Si	0.011	0.005	-0.008
Si	-0.001	0	-0.014
Si	0.019	0.016	-0.004
Si	-0.022	-0.025	0.002
Si	0.023	0.006	-0.012
Si	0.001	-0.019	-0.012
Si	0.021	0.01	0
Si	0	-0.003	-0.006
Si	0.009	0	-0.01
Si	-0.016	-0.007	-0.022
Si	0.007	-0.022	0.008
Si	0.014	0.001	-0.017
Si	0.006	0.002	0.009
Si	0.004	0.008	0.005
Si	-0.004	0.021	0.002
Si	-0.003	0.001	-0.012
Si	-0.003	0.01	-0.007
Si	-0.017	-0.001	-0.012
Si	0	0.005	0.009
Si	-0.003	0.019	-0.012
Si	-0.006	0.006	-0.006
Si	0.006	0.014	-0.015
Si	-0.011	-0.005	-0.002
Si	-0.012	-0.006	-0.007
Si	-0.014	0	0.012
Si	0.004	-0.003	0.002
Si	0.015	0.01	0.006
Si	-0.018	0.003	-0.017
Si	0.001	0.013	-0.031
Si	-0.009	-0.015	-0.028
Si	0.002	-0.002	-0.02
Si	0.032	-0.003	-0.015
Si	-0.035	-0.009	-0.001
Si	0.018	0.012	-0.003
Si	-0.008	0.006	-0.011
Si	0.008	-0.021	-0.016
Si	0.01	0.004	-0.026
Si	0.011	0.001	-0.015
Si	0.01	-0.02	-0.002
Si	-0.004	-0.021	-0.017
Si	0.028	0.011	-0.029
Si	-0.009	-0.018	-0.011
Si	0.018	-0.005	-0.018
Si	-0.012	-0.006	-0.02
Si	0	-0.021	-0.027
Si	0.028	-0.007	-0.033
Si	0.009	-0.008	0.041
Si	-0.007	-0.028	0.034
Si	-0.067	0.012	0.03
Si	-0.016	0.01	0.041
Si	-0.029	0.004	0.061
Si	0	-0.011	0.034
Si	-0.02	-0.018	0.037
Si	0.007	0	0.04
Si	0.029	-0.012	0.027
Si	-0.002	-0.004	0.06
Si	-0.044	0.024	0.033
Si	-0.015	0.013	0.023
Si	-0.023	0.011	0.046
Si	-0.005	0.022	0.041
Si	0.013	0.008	0.076
Si	0	0.01	0.028
Si	-0.026	0.013	0.058
Si	-0.007	0.01	0.024
Si	0.001	-0.076	-0.594
Si	0.187	0.092	-0.66
Si	-0.239	-0.149	-0.613
Si	0.184	0.202	-0.719
Si	-0.249	-0.08	-0.621
Si	0.33	0.213	-0.686
Si	-0.182	-0.171	-0.739
Si	0.204	0.198	-0.643
Si	-0.109	-0.116	-0.654
Si	0.089	0.213	-0.675
Si	-0.292	-0.26	-0.622
Si	0.33	0.302	-0.62
Si	-0.121	-0.133	-0.702
Si	0.237	0.183	-0.638
Si	-0.089	-0.228	-0.759
Si	0.004	0.041	-0.683
Si	-0.19	-0.235	-0.648
Si	0.133	0.077	-0.639
Si	0.099	0.118	-0.065
Si	-0.031	-0.044	0.008
Si	0.059	0.078	-0.011
Si	-0.026	-0.077	0.277
Si	0.014	-0.032	-0.139
Si	0.012	-0.01	-0.051
Si	-0.1	0.04	-0.065
Si	0.075	-0.041	-0.022
Si	0.029	0.039	-0.135
Si	-0.041	-0.02	0.218
Si	-0.022	0.058	-0.035
Si	-0.03	0.018	-0.016
Si	0.018	0.003	-0.159
Si	0.129	0.085	0.062
Si	-0.125	-0.129	-0.006
Si	-0.002	-0.104	-0.048
Si	-0.033	0.075	-0.053
Si	0.087	-0.059	0.017
Si	0.026	0.042	-0.006
Si	0.081	-0.043	-0.042
Si	-0.147	0.141	0.208
Si	-0.144	-0.056	-0.12
Si	0.036	-0.107	0.189
Si	-0.175	-0.011	0.063
Si	-0.108	-0.043	0.075
Si	-0.061	-0.027	-0.149
Si	-0.043	-0.029	-0.07
Si	0.067	-0.046	0.045
Si	0.049	0.026	0.068
Si	-0.022	0.053	0.112
Si	0.058	-0.019	-0.014
Si	-0.041	0.042	-0.052
Si	-0.063	-0.071	-0.049
Si	0.079	0.113	0.08
Si	0.041	0.037	0.083
Si	-0.059	-0.006	0.052
Si	0.141	-0.092	-0.131
Si	0.077	0.021	-0.159
Si	-0.006	-0.099	0.021
Si	-0.037	-0.08	-0.151
Si	0.03	-0.007	-0.108
Si	-0.059	-0.031	0.01
Si	0.034	0.061	0.025
Si	0.072	0.066	-0.055
Si	-0.011	0.055	0.177
Si	-0.063	0.021	0.204
Si	0.004	-0.171	-0.054
Si	-0.135	0.056	0.138
Si	0.074	0.039	0.134
Si	-0.021	-0.08	-0.205
Si	-0.087	0.108	0.028
Si	0.038	-0.093	-0.035
Si	0.08	-0.053	-0.109
Si	-0.024	-0.061	0.118
Si	-0.178	0.164	0.737
Si	0.249	-0.196	0.74
Si	0.122	-0.089	0.479
Si	-0.161	0.13	0.74
Si	0.126	-0.104	0.774
Si	0.31	-0.05	0.743
Si	-0.005	-0.279	0.767
Si	-0.117	0.206	0.715
Si	0.074	-0.124	0.736
Si	0.287	-0.079	0.737
Si	0.024	0.167	0.727
Si	-0.191	0.27	0.811
Si	0.158	-0.176	0.723
Si	0.057	-0.318	0.688
Si	-0.266	0.165	0.673
Si	-0.032	0.197	0.657
Si	0.146	-0.332	0.711
Si	-0.254	0.195	0.717
Si	-0.007	0.03	-0.033
Si	-0.022	-0.012	-0.068
Si	0.044	0.047	-0.019
Si	-0.008	-0.008	-0.03
Si	0	0.015	-0.044
Si	0.021	-0.027	-0.053
Si	-0.02	0.025	-0.052
Si	0.028	-0.02	-0.05
Si	-0.014	0.008	-0.065
Si	-0.001	0.004	-0.065
Si	0.002	-0.007	-0.036
Si	-0.005	-0.031	-0.042
Si	-0.017	0.015	-0.046
Si	0.005	-0.001	-0.034
Si	-0.037	-0.012	-0.023
Si	0.012	-0.002	-0.008
Si	0.031	0.001	-0.046
Si	0.003	-0.025	-0.054
Si	0.009	0.002	0.006
Si	0.021	-0.005	0.032
Si	-0.001	0.032	-0.004
Si	-0.02	-0.004	0.016
Si	-0.017	0.001	0.03
Si	-0.004	-0.051	0.019
Si	0.012	0.021	0.025
Si	0.007	0.003	0.005
Si	0.024	-0.015	0.046
Si	-0.005	-0.021	0.039
Si	-0.013	0.028	-0.009
Si	0.003	-0.007	0.03
Si	0.017	-0.009	0.045
Si	-0.011	-0.004	0.036
Si	-0.001	0.04	0.024
Si	-0.019	-0.016	0.028
Si	-0.015	0.004	0.038
Si	-0.015	0.025	0.004
Si	-0.013	0.026	0.027
Si	-0.009	0.02	-0.02
Si	-0.001	-0.016	0.001
Si	-0.005	-0.022	0.013
Si	0	0.01	-0.014
Si	0.001	0.022	-0.023
Si	-0.011	0.003	-0.004
Si	-0.022	-0.016	0.005
Si	-0.004	-0.002	0.017
Si	0.01	-0.002	-0.018
Si	0.021	0.006	-0.005
Si	0.005	-0.005	0
Si	0.022	0.012	-0.018
Si	-0.005	-0.02	-0.003
Si	0.022	-0.003	0.005
Si	-0.005	0.005	-0.009
Si	0	-0.004	-0.008
Si	0.008	-0.002	0.029
Si	0.014	0.006	0
Si	0.008	-0.02	-0.007
Si	0.017	0.02	-0.004
Si	-0.013	-0.007	0.004
Si	-0.004	0.001	-0.007
Si	0.003	-0.019	-0.011
Si	0.001	-0.005	-0.004
Si	-0.015	-0.006	0
Si	0.001	0.003	-0.003
Si	-0.009	-0.027	0.003
Si	0.01	-0.003	-0.006
Si	0.007	-0.007	-0.007
Si	-0.001	-0.003	-0.001
Si	-0.007	0.005	0.001
Si	-0.001	0.004	-0.017
Si	-0.006	-0.009	0
Si	0.012	0.007	-0.009
Si	-0.004	-0.008	0.002
Si	-0.011	-0.006	-0.006
Si	-0.009	0.012	-0.001
Si	-0.009	-0.011	0.009
Si	-0.006	0.003	-0.002
Si	0.013	0.003	0.003
Si	-0.006	-0.001	-0.009
Si	0.014	0.018	0.019
Si	0.007	0.027	-0.028
Si	0.004	0.019	0.014
Si	0.011	-0.005	-0.012
Si	-0.01	-0.005	0.003
Si	-0.004	-0.025	-0.004
Si	0.01	-0.002	0.029
Si	0.023	0.002	-0.015
Si	-0.003	0.01	0.012
Si	-0.002	-0.001	0.004
Si	-0.01	0.003	0.014
Si	0	-0.001	0
Si	-0.01	-0.023	-0.007
Si	0.028	0.011	-0.021
Si	-0.001	0.034	-0.024
Si	-0.001	-0.017	-0.011
Si	-0.024	-0.017	-0.026
Si	0.014	-0.002	-0.002
Si	-0.007	-0.014	-0.001
Si	0.035	-0.014	-0.026
Si	-0.037	-0.031	-0.041
Si	0.004	0.018	-0.037
Si	0.005	0.036	-0.018
Si	-0.009	-0.031	-0.027
Si	-0.016	0.013	-0.024
Si	0.01	-0.014	-0.035
Si	-0.017	0.001	-0.036
Si	0.033	-0.002	-0.03
Si	-0.024	0.016	-0.018
Si	-0.002	-0.016	-0.014
Si	-0.009	-0.006	0.06
Si	0.006	0.026	0.049
Si	0.025	0.026	0.052
Si	-0.008	-0.019	0.03
Si	0.027	0.008	0.03
Si	0.008	-0.009	0.065
Si	-0.007	-0.015	0.038
Si	-0.005	-0.012	0.033
Si	0.009	0.001	0.046
Si	0.008	-0.024	0.044
Si	-0.034	0.017	0.048
Si	0.03	-0.002	0.018
Si	0.005	-0.005	0.048
Si	-0.017	-0.005	0.033
Si	-0.011	0.002	0.038
Si	0	-0.025	0.059
Si	0.025	-0.001	0.053
Si	0.003	0.001	0.047
Si	-0.355	-0.203	-0.691
Si	0.301	0.214	-0.623
Si	-0.26	-0.166	-0.69
Si	0.347	0.304	-0.66
Si	-0.132	-0.098	-0.68
Si	0.163	-0.005	-0.666
Si	-0.156	-0.103	-0.615
Si	-0.034	0.134	-0.7
Si	-0.35	-0.116	-0.62
Si	0.27	0.081	-0.7
Si	-0.099	-0.02	-0.697
Si	0.114	0.205	-0.629
Si	-0.036	-0.264	-0.669
Si	0.223	0.153	-0.72
Si	-0.216	-0.089	-0.716
Si	0.082	0.122	-0.746
Si	-0.273	-0.083	-0.679
Si	0.26	0.191	-0.656
Si	-0.065	-0.047	0.059
Si	-0.169	-0.053	0.086
Si	0.014	-0.133	0.124
Si	0.034	-0.018	0.035
Si	-0.001	0.05	-0.051
Si	-0.004	0.005	0.04
Si	0.036	-0.069	0.07
Si	-0.116	-0.023	-0.025
Si	-0.019	-0.052	-0.06
Si	0.016	0.015	0.147
Si	-0.111	0.023	0.007
Si	-0.167	-0.018	-0.212
Si	0.061	0.053	-0.106
Si	-0.067	0.029	-0.039
Si	0.017	0.035	-0.025
Si	-0.034	-0.104	-0.087
Si	-0.019	-0.009	0.038
Si	0.107	0.162	-0.127
Si	-0.019	0.036	0.009
Si	-0.016	-0.232	-0.11
Si	0.077	-0.047	-0.065
Si	-0.073	-0.01	-0.225
Si	-0.059	0	0.126
Si	-0.023	0.068	0.135
Si	0.026	0.009	0.132
Si	0.049	0.007	0.012
Si	-0.048	0.003	-0.14
Si	-0.112	-0.053	-0.014
Si	0.017	0.091	0.061
Si	-0.03	-0.065	-0.142
Si	0.045	0.037	0.17
Si	-0.047	0.099	-0.043
Si	0.08	-0.009	-0.002
Si	-0.155	0.016	0.068
Si	0.031	-0.055	0.119
Si	-0.05	0.066	-0.059
Si	-0.055	0.041	-0.106
Si	-0.022	-0.046	-0.16
Si	0.059	-0.105	-0.097
Si	0.12	-0.004	0.05
Si	-0.011	-0.043	-0.095
Si	0.068	-0.037	-0.019
Si	-0.052	0.011	0.041
Si	0.007	0.173	0.036
Si	0.055	0.048	0.024
Si	0.021	-0.085	0.115
Si	0.028	0.042	0.033
Si	-0.027	-0.052	-0.008
Si	0.044	0.053	0.064
Si	-0.074	-0.064	-0.085
Si	-0.016	0.072	0.066
Si	0.047	-0.059	-0.102
Si	0.046	-0.003	-0.083
Si	0.053	0.008	0.145
Si	-0.2	0.159	0.645
Si	0.38	-0.199	0.624
Si	-0.19	0.36	0.613
Si	0.023	-0.039	0.72
Si	0.268	-0.163	0.752
Si	0.43	-0.444	0.604
Si	-0.21	0.016	0.734
Si	0.396	-0.132	0.733
Si	-0.379	0.172	0.74
Si	0.157	-0.173	0.782
Si	-0.041	0.061	0.677
Si	0.145	-0.157	0.642
Si	-0.188	0.032	0.626
Si	0.201	-0.079	0.701
Si	-0.22	0.025	0.658
Si	0.212	-0.145	0.715
Si	-0.116	0.261	0.748
Si	0.12	-0.266	0.649
Si	0.003	0.035	-0.046
Si	0.01	0.008	-0.054
Si	0.031	-0.006	-0.04
Si	-0.046	0.023	-0.038
Si	-0.042	-0.005	-0.037
Si	-0.03	-0.003	-0.059
Si	-0.009	0.007	-0.031
Si	0	-0.004	-0.05
Si	0	0.026	-0.031
